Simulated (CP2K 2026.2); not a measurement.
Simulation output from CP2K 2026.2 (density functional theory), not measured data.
Periodic cell of 2016 atoms, Si1440O576, from a study of silicon, its oxide and their interface. The atomic structure is a simulated model.
Doubt: the forces sum to 4.96 eV/angstrom along one axis rather than to zero, so they err by at least 0.0025 eV/angstrom per atom on average; the grid cutoff is modest.

Settings
functional: PBE
method: Gaussian and plane waves
basis set: DZVP-MOLOPT-SR-GTH
pseudopotentials: GTH-PBE
grid cutoff: 350 Ry, relative cutoff 50 Ry
k points: Gamma only
occupations: fixed
spin: none
net charge: 0

Cell vectors (angstrom)
a 65.28 0 0
b 0 16.32 0
c 7.4005 2.1544 33.5634

Atoms and the computed forces on them: element, x, y, z (angstrom), force x, y, z (eV/angstrom)
Si 8.283 17.451 33.438 0.15 -0.237 0.771
Si 11.096 3.803 33.244 0.157 -0.13 0.745
Si 8.887 6.096 33.268 -0.195 0.114 0.673
Si 11.062 9.306 33.446 0.198 -0.145 0.714
Si 8.863 11.578 33.546 -0.186 0.114 0.71
Si 4.186 12.031 0.059 -0.059 0.199 0.693
Si 6.982 15.009 0.017 -0.212 0.009 0.663
Si 9.594 1.38 0.216 0.062 -0.027 0.539
Si 14.742 5.651 33.141 -0.227 0.321 0.701
Si 17.321 8.83 33.351 -0.198 0.051 0.726
Si 13.88 12.049 33.49 0.118 -0.197 0.74
Si 65.428 14.734 33.547 0.308 -0.353 0.562
Si 68.8 16.882 33.378 -0.285 0.156 0.707
Si 63.918 1.168 0.023 -0.074 0.224 0.702
Si 60.705 4.281 0.192 0.269 -0.076 0.655
Si 70.932 9.337 33.512 0.045 -0.217 0.619
Si 68.604 11.436 33.562 -0.148 0.073 0.705
Si 70.841 14.455 33.489 0.262 -0.013 0.617
Si 2.562 0.101 1.106 0.019 0.002 -0.077
Si 5.464 2.706 0.92 -0.028 0.012 -0.048
Si 2.61 5.471 1.127 -0.002 -0.018 -0.038
Si 5.366 8.21 1.139 -0.037 0.001 -0.082
Si 2.649 10.886 1.362 -0.009 0.017 -0.043
Si 5.369 13.729 1.184 0.021 -0.002 -0.038
Si 8.177 16.358 1.456 0.009 0.013 -0.018
Si 59.673 2.751 1.607 -0.001 0.018 -0.034
Si 8.218 5.401 0.905 0.005 -0.029 -0.063
Si 59.656 8.122 1.35 0.026 0.014 -0.069
Si 8.138 11.048 1.088 0.014 0.002 -0.071
Si 59.716 13.672 1.204 0.062 -0.011 -0.042
Si 62.41 16.273 1.309 -0.014 -0.009 -0.056
Si 65.191 2.806 1.123 0.013 0.027 -0.044
Si 62.409 5.517 1.244 0.038 -0.008 -0.025
Si 65.135 8.264 1.266 0.021 0.003 -0.023
Si 62.319 10.855 1.354 -0.008 -0.015 -0.055
Si 65.116 13.554 1.116 -0.025 0.004 -0.043
Si 1.256 1.446 2.532 -0.007 -0.021 0.029
Si 4.121 4.122 2.375 -0.02 -0.032 0.017
Si 1.223 6.798 2.539 0.022 -0.002 0.005
Si 4.046 9.503 2.628 0.027 -0.006 0.03
Si 1.235 12.302 2.564 -0.024 -0.001 0.012
Si 3.951 15.06 2.487 -0.015 0.024 0.005
Si 6.678 1.436 2.544 -0.001 0.05 0.022
Si 9.467 4.208 2.557 -0.022 0.028 0.021
Si 6.816 6.771 2.331 0.023 -0.004 -0.011
Si 9.564 9.627 2.356 -0.02 -0.019 0.008
Si 6.77 12.349 2.533 0.004 -0.011 0.015
Si 58.427 14.914 2.795 0.028 -0.038 0.029
Si 61.101 1.31 2.738 0.023 -0.006 0.014
Si 63.818 4.127 2.533 -0.003 -0.007 0.005
Si 61.071 6.813 2.709 -0.023 -0.009 0.022
Si 63.802 9.586 2.673 -0.02 -0.008 0.017
Si 60.983 12.264 2.654 -0.012 0.049 0.014
Si 63.814 14.904 2.608 0.019 0.007 0.034
Si 65.198 16.348 3.904 0.002 -0.015 -0.02
Si 2.713 2.784 3.817 0.016 0.015 -0.024
Si 65.174 5.455 3.934 0.005 -0.002 0.005
Si 2.633 8.139 3.909 0.001 0.008 0.011
Si 65.193 10.942 3.976 -0.008 0.017 0.01
Si 2.633 13.671 3.878 0.005 0.004 0.008
Si 5.338 16.375 3.884 0.003 -0.018 0.021
Si 8.098 2.799 3.872 0.007 0.009 -0.003
Si 5.446 5.477 3.786 -0.003 0.012 0.001
Si 8.18 8.202 3.702 -0.01 -0.01 -0.017
Si 5.427 10.932 3.888 -0.002 0.011 -0.009
Si 8.152 13.625 3.939 -0.019 0.01 0.015
Si 59.75 16.309 4.13 -0.01 -0.014 0.021
Si 62.504 2.741 3.966 0.009 0.009 0.002
Si 59.724 5.482 4.126 -0.001 -0.009 0.005
Si 62.456 8.189 4.025 -0.009 -0.007 -0.008
Si 59.669 10.891 4.043 0.006 -0.004 0.014
Si 62.432 13.588 3.994 0.01 0.006 -0.008
Si 66.651 14.904 16.174 0.022 -0.026 -0.01
Si 4.094 1.34 16.098 -0.034 0.008 0
Si 66.677 4.107 16.152 -0.014 0.01 -0.012
Si 4.089 6.784 16.107 0.006 -0.012 -0.009
Si 66.672 9.511 16.184 -0.002 -0.008 -0.007
Si 4.085 12.218 16.106 -0.003 -0.02 -0.01
Si 6.815 14.966 16.084 0.001 0.012 0
Si 58.557 1.39 16.354 -0.002 -0.01 -0.007
Si 6.822 4.062 16.083 0.001 0.006 -0.01
Si 58.577 6.823 16.299 -0.001 -0.015 -0.011
Si 6.825 9.51 16.049 -0.016 -0.006 -0.011
Si 58.569 12.281 16.353 0.017 0.009 0
Si 61.26 14.964 16.265 -0.012 -0.016 -0.013
Si 63.959 1.357 16.258 -0.003 -0.023 -0.002
Si 61.269 4.07 16.32 -0.005 0.006 -0.003
Si 63.98 6.796 16.238 0.003 -0.005 -0.008
Si 61.274 9.563 16.289 0.012 0.002 -0.013
Si 63.956 12.234 16.261 -0.013 0.002 0.002
Si 68.04 16.268 17.455 -0.002 -0.001 -0.003
Si 5.453 2.703 17.436 0.015 -0.012 0.008
Si 68.04 5.44 17.527 0.01 0.024 -0.025
Si 5.473 8.148 17.401 -0.011 -0.013 -0.002
Si 68.017 10.892 17.521 0.007 0.003 0.014
Si 5.477 13.561 17.418 -0.016 0.002 -0.01
Si 8.148 16.36 17.429 0 -0.005 0.012
Si 59.94 2.707 17.73 0 0 0.008
Si 8.22 5.393 17.422 0.025 0.014 0.021
Si 59.883 8.25 17.643 -0.014 0.01 -0.022
Si 8.195 10.857 17.392 0.001 -0.01 -0.007
Si 59.965 13.632 17.7 0.003 -0.003 0.025
Si 62.609 16.294 17.634 0.018 -0.005 -0.014
Si 65.33 2.782 17.536 -0.008 0.017 0.026
Si 62.649 5.444 17.639 0.016 -0.022 0.001
Si 65.36 8.139 17.586 -0.001 0.011 -0.014
Si 62.651 10.875 17.685 -0.013 -0.001 0.012
Si 65.324 13.569 17.626 0.014 0.001 0.007
Si 66.698 1.347 18.769 -0.004 -0.001 -0.031
Si 69.422 4.057 18.827 -0.017 -0.003 -0.007
Si 66.734 6.796 18.95 0.002 -0.023 -0.003
Si 4.154 9.515 18.777 0.01 -0.017 -0.044
Si 66.656 12.165 18.994 -0.014 -0.035 -0.021
Si 69.387 14.867 18.784 -0.003 -0.011 -0.038
Si 6.74 1.336 18.834 0.019 -0.024 -0.009
Si 58.54 4.063 19.062 -0.027 -0.008 -0.026
Si 6.863 6.784 18.704 -0.015 0.01 -0.047
Si 58.532 9.593 19.071 0.02 -0.02 -0.003
Si 6.861 12.204 18.742 -0.022 0.016 -0.011
Si 9.591 14.988 18.658 0.016 0.02 -0.035
Si 61.333 1.326 19.074 -0.027 0.013 0.008
Si 64.034 4.102 19.026 0.021 0.004 -0.031
Si 61.266 6.873 18.906 0.027 0.004 -0.019
Si 64.051 9.475 19.005 -0.011 0.013 -0.041
Si 61.294 12.233 19.076 -0.011 0.038 -0.038
Si 63.951 14.929 18.994 -0.01 -0.02 -0.02
Si 65.27 16.444 20.176 -0.021 0.048 0.034
Si 68.123 2.606 20.131 0.004 0.013 0.034
Si 65.444 5.475 20.404 -0.015 -0.013 0.044
Si 68.162 8.157 20.215 0.008 0.026 0.075
Si 65.442 10.7 20.474 0.065 0.003 0.052
Si 68.039 13.601 20.232 0.005 -0.003 0.025
Si 5.453 16.171 20.161 0.036 0.003 0.029
Si 8.056 2.668 20.256 0.006 0.031 0.053
Si 5.562 5.421 20.089 0.016 0.009 0.056
Si 8.15 8.163 20.1 -0.002 -0.002 0.075
Si 5.533 10.858 20.112 0.003 -0.011 0.051
Si 8.285 13.583 19.958 0.023 -0.005 0.028
Si 60.051 16.346 20.563 -0.03 -0.014 0.052
Si 62.673 2.699 20.411 0.031 0.015 0.059
Si 59.869 5.575 20.23 -0.043 -0.005 0.043
Si 62.619 8.161 20.317 0.007 0.032 0.035
Si 59.846 10.939 20.469 0.021 0.002 0.018
Si 62.735 13.521 20.459 -0.011 -0.014 0.054
Si 66.785 15.229 21.372 0.007 -0.237 -0.624
Si 69.152 17.273 21.481 0.203 0.255 -0.673
Si 66.641 3.745 21.485 -0.033 0.273 -0.717
Si 69.816 7.036 21.385 -0.182 -0.047 -0.801
Si 67.21 9.63 21.767 -0.459 -0.277 -0.598
Si 69.272 12.003 21.415 0.162 0.265 -0.731
Si 7.116 14.984 21.349 -0.24 -0.031 -0.697
Si 58.513 17.563 21.921 0.167 0.189 -0.637
Si 6.948 4.294 21.604 -0.171 -0.296 -0.633
Si 58.358 6.701 21.643 0.135 0.19 -0.747
Si 6.652 9.311 21.483 0.147 0.163 -0.76
Si 9.781 12.513 21.376 -0.037 -0.154 -0.768
Si 61.197 14.661 21.817 0.187 0.218 -0.693
Si 64.321 1.641 21.775 -0.3 -0.204 -0.664
Si 61.435 4.4 21.433 -0.206 -0.288 -0.687
Si 63.74 6.587 21.643 0.41 0.311 -0.625
Si 61.425 9.693 21.639 -0.224 -0.198 -0.731
Si 63.809 11.796 21.733 0.275 0.306 -0.676
Si 59.298 2.138 24.904 0.028 0.093 -0.053
Si 70.032 16.313 24.043 -0.056 0.08 -0.154
Si 67.61 11.434 28.101 -0.092 -0.115 0.125
Si 11.188 3.971 24.308 -0.057 -0.057 -0.238
Si 69.79 9.867 26.723 -0.108 -0.144 -0.056
Si 11.289 15.416 30.96 0.044 -0.032 -0.005
Si 59.686 8.444 23.919 -0.047 0.075 -0.053
Si 65.717 14.763 24.189 -0.126 0.012 0.052
Si 67.025 11.555 31.005 -0.047 -0.006 0.057
Si 66.776 16.254 28.474 -0.122 0.152 -0.046
Si 63.529 1.827 24.679 0.011 -0.105 -0.094
Si 69.702 3.917 28.995 0.008 -0.078 0.04
Si 7.487 6.208 26.086 -0.006 -0.069 -0.138
Si 11.541 9.463 30.558 -0.08 0.001 0.027
Si 69.925 5.243 31.667 0.006 -0.086 0
Si 67.309 9.291 24.906 0.119 0.026 -0.093
Si 66.338 6.536 25.385 -0.118 0.071 0.023
Si 65.86 2.164 26.809 -0.09 -0.135 0.117
Si 5.751 4.35 24.538 0.086 -0.04 -0.058
Si 68.304 18.078 30.409 -0.018 0.007 0.204
Si 8.433 10.783 23.632 -0.072 -0.025 -0.149
Si 65.664 6.11 30.232 -0.111 -0.026 0.059
Si 72.084 7.442 31.429 0.14 0.037 -0.065
Si 68.39 5.239 23.547 0.059 0.028 0.04
Si 61.519 4.098 24.324 -0.08 0.03 0.126
Si 66.286 12.225 25.679 0.003 -0.087 -0.043
Si 7.889 12.591 28.45 0.036 -0.025 0.017
Si 14.047 11.243 30.574 -0.059 -0.072 0.133
Si 13.66 3.849 26.091 0.061 -0.078 -0.004
Si 67.01 4.779 27.736 0.025 -0.058 -0.022
Si 7.433 16.276 25.566 0.014 -0.091 0.042
Si 5.425 13.621 23.511 0.004 0.049 -0.019
Si 15.214 6.315 30.265 -0.024 -0.169 -0.038
Si 63.575 11.803 24.704 0.106 -0.082 -0.094
Si 7.836 17.257 28.084 -0.117 -0.117 0.016
Si 65.848 8.96 30.955 -0.067 0.107 -0.021
Si 62.547 14.494 24.606 0.11 0.012 -0.123
Si 8.556 16.093 30.692 -0.045 0.118 -0.008
Si 65.862 3.337 31.287 0.049 -0.122 0.037
Si 12.639 18.227 31.358 0.022 0.106 0.075
Si 62.935 9.249 26.204 -0.014 0.145 0.022
Si 6.511 11.909 25.749 -0.035 0.036 -0.027
Si 63.472 6.517 24.697 -0.034 -0.186 -0.217
Si 6.942 3.627 27.108 -0.129 -0.062 -0.168
Si 14.08 2.471 28.626 0.044 -0.102 0.054
Si 7.304 13.252 31.348 -0.079 -0.065 0.011
Si 64.286 12.304 29.966 0.075 0.043 0.117
Si 61.259 16.573 26.266 0.013 0.089 0.003
Si 65.079 10.16 28.347 0.002 -0.031 0.027
Si 9.377 9.943 28.58 0.058 -0.092 0.002
Si 65.12 15.01 30.585 0.03 0.053 0.208
Si 6.672 8.254 28.338 -0.005 0.081 0.106
Si 57.887 9.559 25.933 0.111 -0.029 -0.007
Si 67.607 16.572 25.79 -0.04 -0.108 -0.093
Si 1.292 15.01 5.275 -0.008 -0.001 0.009
Si 4.011 1.421 5.248 -0.01 0.001 0.003
Si 1.331 4.106 5.231 0.009 -0.007 0.001
Si 4.059 6.795 5.203 0 -0.015 0.01
Si 1.298 9.537 5.273 -0.002 -0.013 0
Si 4.028 12.29 5.218 0.004 0.013 0.006
Si 6.754 15.018 5.223 0 0 0.011
Si 9.502 1.415 5.201 -0.014 0.006 0.011
Si 6.762 4.148 5.232 -0.016 -0.005 0.014
Si 58.371 6.849 5.468 -0.009 0.005 0.008
Si 6.822 9.532 5.16 0.014 -0.024 -0.004
Si 58.369 12.216 5.484 0.002 -0.006 0.016
Si 61.137 14.948 5.426 0.007 -0.012 0.007
Si 63.869 1.379 5.314 -0.004 -0.014 0
Si 61.133 4.078 5.379 -0.003 -0.019 0.002
Si 63.84 6.811 5.335 0.003 -0.005 0.01
Si 61.091 9.549 5.38 -0.002 0.013 0.005
Si 63.824 12.261 5.352 -0.005 0.014 0.02
Si 2.669 16.365 6.624 0.001 0.004 0.002
Si 5.405 2.768 6.59 0.003 0.008 0.006
Si 2.697 5.456 6.598 0.011 0.003 0.001
Si 5.435 8.184 6.539 -0.002 0.007 -0.011
Si 2.684 10.913 6.598 0.001 0.002 -0.002
Si 5.403 13.639 6.584 0.001 0.001 -0.001
Si 8.143 16.368 6.57 0 0.004 -0.003
Si 59.775 2.73 6.772 0.004 0.005 0.001
Si 57.047 5.475 6.865 0.004 0.002 -0.001
Si 59.762 8.199 6.793 -0.011 0.005 -0.009
Si 57.027 10.869 6.86 0.003 0.002 0.006
Si 59.771 13.593 6.792 -0.004 0.004 0.004
Si 62.52 16.345 6.719 0.001 0.003 0.003
Si 65.261 2.744 6.637 0.014 -0.01 -0.011
Si 62.502 5.449 6.721 0.003 0.002 -0.007
Si 65.228 8.18 6.659 -0.003 0.009 0.005
Si 62.483 10.896 6.726 -0.004 -0.004 0.001
Si 65.222 13.641 6.658 -0.003 0.013 0
Si 66.603 1.385 8.012 0.001 -0.005 0.011
Si 4.049 4.103 7.972 -0.011 -0.014 0.004
Si 66.619 6.814 7.98 0.012 -0.005 -0.008
Si 4.071 9.541 7.925 0.005 -0.001 -0.002
Si 66.605 12.262 7.983 -0.011 0 -0.004
Si 4.049 14.991 7.96 0.006 -0.001 -0.001
Si 6.781 1.4 7.936 0 0.004 0.003
Si 58.44 4.094 8.167 0.004 0.003 0
Si 6.786 6.843 7.934 0.004 -0.004 -0.001
Si 58.421 9.532 8.198 0.003 -0.003 0.004
Si 6.79 12.257 7.912 -0.006 -0.002 -0.009
Si 58.436 14.951 8.185 -0.005 -0.007 0.002
Si 61.161 1.371 8.103 -0.007 -0.012 -0.002
Si 63.9 4.088 8.036 -0.002 0.003 -0.006
Si 61.151 6.811 8.101 -0.003 -0.001 -0.004
Si 63.874 9.528 8.046 -0.008 -0.011 -0.002
Si 61.151 12.243 8.128 0.001 -0.002 0.002
Si 63.886 14.983 8.062 0.01 0.001 0.006
Si 65.258 16.344 9.398 -0.004 0.004 -0.001
Si 2.7 2.743 9.351 0.006 0.001 0.003
Si 65.271 5.457 9.374 0.009 0.005 -0.002
Si 2.713 8.185 9.313 -0.002 -0.007 0
Si 65.255 10.904 9.369 0.002 0.006 0
Si 2.699 13.622 9.334 0.003 0.013 -0.003
Si 5.428 16.347 9.306 0.003 0.005 -0.002
Si 57.1 2.734 9.561 0.004 -0.003 0.001
Si 5.431 5.47 9.301 -0.006 0.003 -0.004
Si 57.089 8.179 9.593 0.006 0 0.002
Si 5.432 10.9 9.29 0.008 -0.005 -0.001
Si 57.087 13.603 9.57 -0.001 0.002 0.002
Si 59.82 16.334 9.495 0.004 0.007 0.001
Si 62.545 2.738 9.431 0 -0.005 -0.005
Si 59.816 5.459 9.502 -0.003 0.002 0.003
Si 62.535 8.171 9.435 0.001 0.004 0
Si 59.808 10.895 9.52 -0.008 0.005 0.002
Si 62.536 13.62 9.442 -0.006 0.007 -0.001
Si 66.63 14.968 10.725 -0.003 0 0.003
Si 4.069 1.371 10.687 -0.007 -0.002 0.004
Si 66.627 4.091 10.731 0.006 -0.011 0.005
Si 4.07 6.818 10.671 0.009 0 -0.003
Si 66.632 9.533 10.697 0.001 0.001 -0.005
Si 4.073 12.251 10.671 -0.002 -0.006 -0.001
Si 6.799 14.974 10.647 -0.006 0.001 -0.005
Si 58.483 1.371 10.887 0 -0.005 -0.003
Si 55.76 4.086 10.959 -0.002 -0.001 -0.001
Si 58.477 6.808 10.904 -0.009 0.001 0.005
Si 55.747 9.534 10.983 0.001 -0.009 0.005
Si 58.468 12.25 10.908 0.007 -0.002 0.005
Si 61.193 14.972 10.833 -0.007 -0.002 0.001
Si 63.905 1.371 10.781 0.002 -0.009 0.004
Si 61.201 4.092 10.826 0.005 0.006 -0.001
Si 63.918 6.806 10.763 -0.005 -0.008 -0.005
Si 61.197 9.523 10.832 -0.001 -0.013 -0.002
Si 63.912 12.249 10.77 -0.002 -0.002 -0.001
Si 2.716 16.333 12.067 0.013 0.001 -0.002
Si 5.443 2.734 12.021 0.003 0.002 -0.003
Si 2.724 5.46 12.058 0.001 0.007 0
Si 5.438 8.174 12.018 -0.008 -0.004 -0.003
Si 2.717 10.89 12.048 -0.006 -0.008 0
Si 5.444 13.612 12.02 0.01 0.005 0.003
Si 8.17 16.333 12.001 0.005 0.002 0.001
Si 59.857 2.739 12.22 0 -0.001 0.003
Si 57.135 5.454 12.291 0.009 0 0.002
Si 59.863 8.173 12.23 0.007 0.006 0.003
Si 57.13 10.905 12.307 -0.003 0.012 0.004
Si 59.85 13.623 12.226 -0.002 0.006 0.001
Si 62.564 16.335 12.172 -0.003 0.004 0
Si 65.279 2.731 12.12 -0.013 0.002 0.003
Si 62.581 5.452 12.161 0.003 0.008 0
Si 65.283 8.185 12.092 0.01 -0.003 0
Si 62.571 10.893 12.163 -0.005 0.002 0.002
Si 65.282 13.612 12.111 0.006 0.008 0.002
Si 66.641 1.355 13.459 -0.002 -0.006 0.004
Si 4.086 4.08 13.396 0.004 0 0.005
Si 66.649 6.818 13.428 -0.005 0.003 -0.001
Si 4.081 9.521 13.391 0.008 -0.007 0
Si 66.64 12.227 13.442 0.01 0 -0.001
Si 4.081 14.956 13.396 -0.013 0.006 -0.001
Si 6.81 1.365 13.362 -0.005 -0.002 0.004
Si 58.525 4.097 13.619 -0.013 0.007 0.007
Si 6.795 6.799 13.364 0.001 0.003 0.003
Si 58.53 9.539 13.614 0.002 -0.016 0.005
Si 6.811 12.257 13.38 -0.003 -0.006 0.01
Si 9.535 14.98 13.37 0.005 0.003 0.002
Si 61.219 1.368 13.561 0.001 -0.012 0.007
Si 63.934 4.079 13.512 0.006 -0.002 0.004
Si 61.25 6.807 13.557 0.013 -0.021 -0.003
Si 63.94 9.525 13.502 -0.008 0.005 0.003
Si 61.233 12.257 13.548 -0.004 -0.002 -0.007
Si 63.939 14.965 13.503 -0.007 -0.009 0.006
Si 65.298 16.319 14.859 0.004 -0.001 0.004
Si 68.013 2.73 14.779 0.008 0.001 -0.004
Si 65.311 5.468 14.818 0.001 0.004 0
Si 68.012 8.17 14.779 -0.006 -0.003 0.004
Si 65.299 10.884 14.854 0.009 0.001 0.008
Si 68.009 13.59 14.769 -0.004 0.004 0.005
Si 5.455 16.32 14.726 0.006 -0.005 0.007
Si 8.176 2.73 14.705 0.015 0.001 0.003
Si 5.452 5.434 14.744 -0.007 0.003 0.001
Si 8.173 8.147 14.701 0.004 -0.01 -0.002
Si 5.448 10.881 14.728 -0.008 -0.002 0.001
Si 8.189 13.612 14.734 -0.002 0.006 0.004
Si 59.875 16.338 14.953 -0.006 0.004 0
Si 62.592 2.718 14.908 -0.003 0.011 0.01
Si 59.924 5.448 14.949 0.007 0.011 0
Si 62.606 8.176 14.909 -0.002 -0.005 0.009
Si 59.9 10.921 14.951 0.006 0.007 0.005
Si 62.609 13.605 14.895 -0.005 0.013 -0.001
Si 24.965 17.638 33.464 0.163 -0.313 0.647
Si 20.143 1.651 0.008 0.333 -0.197 0.724
Si 17.957 3.918 0.124 -0.211 0.125 0.751
Si 20.157 7.01 0.011 0.273 -0.124 0.745
Si 18.024 9.324 0.062 -0.125 0.249 0.724
Si 21.039 12.011 0.083 -0.236 0.062 0.732
Si 31.055 16.632 33.214 -0.292 0.391 0.615
Si 25.809 1.568 0.064 0.074 -0.187 0.721
Si 23.491 3.669 0.006 -0.095 0.249 0.72
Si 26.357 6.552 0.192 -0.205 0.023 0.756
Si 23.104 9.665 0.014 0.122 -0.211 0.733
Si 16.507 14.869 33.232 0.27 -0.274 0.724
Si 19.138 17.667 33.233 0.222 -0.171 0.734
Si 22.573 3.417 33.449 -0.186 0.206 0.666
Si 19.414 6.503 33.509 0.192 0.003 0.71
Si 14.914 7.186 0.062 0.009 -0.228 0.732
Si 20.195 11.631 33.291 -0.371 0.153 0.708
Si 22.487 14.683 33.35 0.175 -0.213 0.76
Si 19.095 0.103 1.394 -0.014 0.026 -0.066
Si 21.88 2.606 1.287 -0.018 0 -0.031
Si 19.116 5.468 1.406 -0.009 -0.013 -0.057
Si 21.861 8.103 1.246 -0.009 -0.018 -0.063
Si 19.27 10.925 1.232 -0.008 0.029 -0.075
Si 22.111 13.621 1.297 0.062 0.033 -0.022
Si 24.623 16.176 1.118 -0.012 -0.023 -0.018
Si 10.938 2.849 1.384 0.01 0.004 -0.043
Si 24.626 5.355 1.276 -0.032 -0.015 -0.084
Si 11.046 8.338 1.011 0.037 0.022 -0.054
Si 24.699 10.781 1.327 -0.021 0.02 -0.037
Si 10.803 13.754 0.991 0.022 -0.009 -0.079
Si 13.516 0.085 1.051 0.019 -0.04 -0.035
Si 16.343 2.74 1.312 0.012 -0.007 -0.064
Si 13.661 5.529 1.179 0.006 -0.008 -0.053
Si 16.429 8.289 1.423 0.028 -0.001 -0.037
Si 13.778 11.059 1.139 0.012 0.016 -0.074
Si 16.552 13.719 1.117 0.016 0.03 -0.014
Si 17.705 1.418 2.727 -0.013 0.013 0.025
Si 20.557 4.07 2.646 -0.017 -0.027 0.003
Si 17.743 6.837 2.724 0.009 -0.002 0.026
Si 20.541 9.51 2.639 0.022 -0.009 0.024
Si 17.861 12.321 2.516 -0.035 -0.022 0.011
Si 20.571 14.968 2.555 -0.01 -0.018 -0.005
Si 23.242 1.19 2.588 0.036 0.024 0
Si 25.916 4.061 2.786 0.012 0.009 0.034
Si 23.247 6.744 2.594 0.002 -0.003 0.019
Si 26.066 9.439 2.675 -0.004 -0.018 0.003
Si 23.374 12.209 2.699 -0.019 -0.022 0.024
Si 9.572 14.95 2.635 0.009 -0.045 0.035
Si 12.339 1.432 2.592 0.006 -0.011 0.015
Si 14.99 4.164 2.581 0 0 0.02
Si 12.3 6.946 2.504 -0.025 0.004 0.022
Si 15.052 9.716 2.634 -0.027 0.007 0.015
Si 12.233 12.367 2.366 -0.004 0.023 0.013
Si 14.972 15.011 2.41 0.023 0.05 0.027
Si 16.302 16.318 3.923 0.007 -0.026 -0.013
Si 19.137 2.76 4.009 -0.015 -0.003 0.005
Si 16.354 5.468 3.995 0.009 -0.016 0.018
Si 19.152 8.194 4.014 0.003 0.014 -0.006
Si 16.461 11.021 3.937 0.015 0.004 0.027
Si 19.191 13.627 3.923 0 0.009 0.024
Si 21.873 16.271 4.008 0.009 0.002 0.025
Si 24.548 2.617 4.015 -0.027 0.001 -0.013
Si 21.895 5.425 4.009 0.004 -0.001 -0.004
Si 24.621 8.099 3.978 -0.016 -0.001 0.005
Si 21.912 10.869 3.991 -0.002 0.022 -0.003
Si 24.692 13.58 4.043 0.006 0.005 -0.005
Si 10.94 16.374 3.911 -0.002 -0.012 0.004
Si 13.667 2.786 3.953 0.015 -0.004 0.01
Si 10.894 5.57 3.858 0.023 -0.017 -0.013
Si 13.66 8.272 3.901 0.016 -0.024 -0.013
Si 10.898 10.97 3.77 0.021 0.019 0.009
Si 13.623 13.663 3.805 0.011 -0.016 -0.011
Si 17.671 14.963 16.192 0.007 -0.002 -0.013
Si 20.385 1.354 16.237 -0.02 0.013 0.001
Si 17.678 4.101 16.148 -0.011 0.015 -0.013
Si 20.356 6.781 16.181 -0.001 -0.012 -0.007
Si 17.662 9.539 16.179 0.007 0.01 0.003
Si 20.362 12.243 16.27 -0.003 -0.004 -0.004
Si 23.066 14.944 16.293 -0.004 -0.002 0.007
Si 9.52 1.383 16.08 -0.008 -0.004 0.001
Si 23.095 4.067 16.252 0 0.01 -0.007
Si 9.534 6.787 16.058 -0.011 -0.004 -0.01
Si 23.074 9.516 16.271 0.014 0.01 -0.005
Si 9.567 12.242 16.075 0.018 0.001 -0.003
Si 12.287 14.992 16.08 0.002 0.003 -0.007
Si 14.943 1.352 16.145 -0.007 -0.005 -0.005
Si 12.228 4.075 16.115 -0.011 -0.001 -0.004
Si 14.958 6.817 16.127 -0.004 0.007 -0.01
Si 12.245 9.546 16.091 0.004 0.013 -0.005
Si 14.971 12.263 16.138 0.003 0.003 -0.002
Si 19.039 16.284 17.58 -0.01 -0.017 0.014
Si 21.73 2.73 17.606 0.01 -0.02 0.009
Si 19.005 5.441 17.565 -0.011 0.01 0.013
Si 21.708 8.103 17.553 -0.002 -0.002 0.021
Si 18.961 10.899 17.607 -0.018 -0.007 0.021
Si 21.693 13.605 17.676 -0.013 0.008 0.011
Si 24.415 16.32 17.645 0.026 0.011 0.009
Si 10.865 2.709 17.483 -0.014 0.018 0.013
Si 24.433 5.394 17.66 0.018 0.021 0.018
Si 10.858 8.178 17.406 0 -0.014 -0.012
Si 24.391 10.879 17.687 -0.008 -0.004 0.003
Si 10.972 13.598 17.402 0.004 -0.017 0.012
Si 13.601 16.307 17.537 0.012 -0.004 -0.002
Si 16.29 2.755 17.455 0.008 0 0.011
Si 13.568 5.466 17.452 0.014 0.012 0.013
Si 16.339 8.132 17.515 0.002 -0.013 -0.003
Si 13.612 10.888 17.467 -0.027 0.002 0.014
Si 16.282 13.634 17.548 0.005 -0.006 -0.005
Si 17.635 1.381 18.792 -0.018 0.011 -0.027
Si 20.383 4.119 18.942 0.02 0.015 -0.012
Si 17.647 6.774 18.953 -0.008 0.017 -0.033
Si 20.312 9.435 18.873 -0.008 -0.004 -0.032
Si 17.6 12.321 18.971 0.038 -0.003 -0.017
Si 20.35 14.965 19.077 -0.008 0.01 -0.008
Si 23.055 1.369 18.998 -0.004 -0.003 -0.016
Si 9.485 4.015 18.879 -0.022 -0.005 -0.01
Si 23.033 6.765 18.979 -0.024 -0.02 -0.035
Si 9.53 9.531 18.786 0.005 -0.004 -0.016
Si 23.044 12.256 19.061 0.018 0.007 0.004
Si 25.765 14.989 19.027 0.025 -0.036 -0.021
Si 12.233 1.372 18.855 -0.011 0.009 -0.009
Si 14.953 4.141 18.805 0.005 -0.007 -0.036
Si 12.143 6.797 18.773 -0.01 -0.005 -0.031
Si 14.944 9.483 18.806 0.004 0.008 -0.017
Si 12.326 12.291 18.846 0.019 0.034 -0.037
Si 14.935 14.957 18.967 -0.018 -0.018 -0.004
Si 16.262 16.443 20.213 0.021 0.001 0.086
Si 19.012 2.694 20.148 0.008 -0.027 0.058
Si 16.281 5.413 20.298 0.016 0.022 0.056
Si 19.048 8.063 20.333 0.02 -0.037 0.053
Si 16.242 10.847 20.208 0.004 -0.015 0.038
Si 18.905 13.669 20.468 -0.012 -0.018 0.051
Si 21.72 16.385 20.433 -0.011 0.004 0.047
Si 24.503 2.645 20.336 0.023 -0.001 0.049
Si 21.732 5.393 20.399 0.015 0.006 0.064
Si 24.288 8.13 20.424 0.015 0.035 0.061
Si 21.607 10.807 20.238 -0.008 -0.009 0.071
Si 24.365 13.704 20.417 -0.018 0.018 0.06
Si 10.873 16.28 20.137 -0.003 -0.036 0.07
Si 13.563 2.821 20.141 -0.012 0 0.071
Si 10.813 5.457 20.195 -0.002 0.005 0.048
Si 13.541 8.112 20.096 -0.002 -0.021 0.048
Si 10.898 10.915 20.091 0 0.005 0.053
Si 13.662 13.562 20.411 -0.003 -0.034 0.058
Si 17.82 15.469 21.649 -0.085 -0.318 -0.734
Si 20.135 17.623 21.657 0.258 0.129 -0.721
Si 17.518 3.789 21.509 0.056 0.34 -0.701
Si 20.608 6.946 21.776 -0.214 -0.136 -0.733
Si 17.799 9.671 21.466 -0.112 -0.218 -0.75
Si 20.006 11.876 21.547 0.057 0.286 -0.802
Si 23.271 15.29 21.821 -0.101 -0.179 -0.709
Si 9.196 17.306 21.402 0.079 0.147 -0.754
Si 23.353 4.182 21.636 -0.207 -0.055 -0.768
Si 9.159 6.56 21.448 0.208 0.074 -0.736
Si 22.654 9.301 21.699 0.211 0.046 -0.72
Si 25.948 12.565 21.678 -0.076 -0.196 -0.727
Si 11.967 14.738 21.541 0.177 0.09 -0.716
Si 15.144 1.774 21.479 -0.08 -0.205 -0.805
Si 12.402 4.343 21.492 -0.159 -0.097 -0.703
Si 14.595 6.56 21.489 0.202 0.077 -0.729
Si 12.407 9.697 21.353 -0.13 -0.094 -0.747
Si 14.723 11.809 21.725 0.196 0.373 -0.672
Si 9.82 17.659 24.368 -0.013 -0.086 -0.106
Si 21.722 17.127 26.199 -0.016 0.047 -0.07
Si 20.663 10.291 26.729 0.045 -0.039 -0.041
Si 27.664 4.275 24.997 0.125 0.028 -0.088
Si 20.314 12.323 24.484 -0.034 -0.032 -0.07
Si 27.096 14.536 31.188 -0.025 0.059 -0.08
Si 11.132 9.277 24.131 0.053 0.091 -0.06
Si 16.93 15.845 24.565 -0.034 0.032 -0.194
Si 20.441 13.129 30.467 0.123 0.014 0.142
Si 20.848 16.172 31.295 -0.062 0.024 0.062
Si 14.483 17.773 24.473 -0.002 0.101 -0.102
Si 18.595 17.621 26.233 -0.08 -0.016 0.021
Si 22.075 18.046 29.08 -0.062 0 0.02
Si 28.107 8.907 30.573 -0.049 0.073 0.134
Si 21.258 5.326 31.395 0.032 -0.142 0.125
Si 16.589 7.671 23.401 -0.066 0.077 -0.12
Si 17.845 10.007 28.127 0.052 0.055 0.039
Si 16.81 17.608 28.769 -0.089 0.117 -0.009
Si 18.253 4.36 26.52 -0.021 0.04 -0.077
Si 16.429 15.021 30.207 0.021 -0.109 0.217
Si 25.9 16.896 26.6 -0.048 0.004 0.036
Si 13.959 6.659 27.407 -0.081 -0.121 -0.099
Si 23.537 7.493 31.61 0.039 -0.044 0.187
Si 18.68 5.525 23.636 0.051 -0.026 -0.006
Si 9.893 6.813 24.363 0.037 -0.121 -0.08
Si 18.012 12.92 28.5 -0.033 0.089 0.099
Si 22.484 14.419 24.767 0.05 0.11 -0.334
Si 27.949 11.886 29.819 0.01 0.06 0.051
Si 27.711 16.798 29.162 0.022 -0.166 0.125
Si 16.46 4.172 28.868 0.125 -0.043 0.031
Si 26.519 2.428 31.204 -0.043 -0.081 0.219
Si 24.313 14.243 26.864 -0.013 -0.05 0.07
Si 30.457 7.309 31.1 -0.022 -0.023 0.078
Si 12.743 11.084 26.147 -0.01 -0.079 0.017
Si 24.452 3.817 29.456 0.065 -0.078 -0.009
Si 16.334 9.217 30.537 -0.022 0.172 0.034
Si 15.365 11.377 24.782 0.013 0.036 -0.251
Si 25.242 12.322 28.689 0.035 -0.03 0.138
Si 20.674 4.221 28.522 -0.038 -0.032 -0.001
Si 30.547 16.221 30.108 0.084 0.055 0.266
Si 12.176 13.904 26.748 0.022 -0.036 -0.028
Si 24.66 10.602 23.505 -0.065 0.018 -0.021
Si 12 8.721 27.829 -0.137 0.037 -0.017
Si 24.038 6.752 28.943 0.079 -0.053 -0.017
Si 25.073 3.638 26.445 0.012 -0.091 0.042
Si 24.531 13.417 31.503 -0.087 -0.02 0.099
Si 17.702 13.195 25.573 -0.033 0.008 -0.092
Si 12.216 15.833 24.453 -0.034 0.005 -0.137
Si 15.948 8.666 25.981 -0.117 0.082 -0.07
Si 26.585 7.961 28.1 0.123 -0.028 0.036
Si 13.651 14.076 29.387 0.018 0.008 0.043
Si 22.526 12.315 28.357 0.002 0.065 0.03
Si 9.266 15.01 27.2 -0.107 -0.102 -0.208
Si 21.741 2.78 23.95 -0.106 -0.042 -0.201
Si 17.743 14.973 5.249 -0.003 0.016 -0.017
Si 20.492 1.351 5.332 -0.009 0.009 -0.002
Si 17.75 4.116 5.338 0.002 -0.001 0.009
Si 20.509 6.802 5.344 -0.005 -0.015 0.005
Si 17.763 9.587 5.304 -0.003 0.005 0.007
Si 20.513 12.241 5.312 -0.003 -0.013 0.002
Si 23.248 14.917 5.364 -0.001 -0.006 -0.003
Si 25.924 1.299 5.406 0 0.019 0.001
Si 23.21 4.022 5.369 0.002 -0.005 0.011
Si 9.511 6.906 5.189 -0.017 0.013 0
Si 23.258 9.488 5.342 0.02 -0.01 -0.007
Si 9.54 12.252 5.228 0.003 -0.009 0.01
Si 12.296 14.999 5.243 0.001 0.019 0.001
Si 15.005 1.394 5.302 -0.006 0.003 0.009
Si 12.24 4.159 5.224 -0.008 0.021 -0.001
Si 14.986 6.874 5.281 -0.008 0.02 0.008
Si 12.247 9.621 5.199 -0.013 0.008 0.005
Si 15.002 12.335 5.228 -0.008 0.001 -0.008
Si 19.094 16.317 6.652 -0.007 0.006 0.003
Si 21.825 2.701 6.727 -0.002 0.003 0.004
Si 19.114 5.466 6.694 -0.013 0.002 0.013
Si 21.869 8.152 6.707 -0.002 -0.003 -0.001
Si 19.129 10.908 6.679 -0.003 0.006 -0.004
Si 21.855 13.579 6.705 0.009 -0.01 0.007
Si 24.557 16.283 6.766 -0.01 0.001 0.001
Si 10.873 2.776 6.567 0.004 -0.001 -0.01
Si 8.154 5.516 6.556 0.003 0 -0.005
Si 10.884 8.243 6.563 0.001 0.002 -0.003
Si 8.17 10.88 6.566 0.019 -0.012 -0.001
Si 10.907 13.629 6.575 0.001 -0.011 -0.001
Si 13.63 16.354 6.632 0.017 -0.003 0.007
Si 16.383 2.734 6.662 0.012 -0.009 0.005
Si 13.613 5.493 6.608 0.002 -0.006 -0.004
Si 16.373 8.214 6.633 0.01 -0.011 0.006
Si 13.636 10.946 6.574 0.007 -0.012 -0.001
Si 16.372 13.644 6.626 -0.001 -0.004 -0.004
Si 17.739 1.366 8.019 0 0.01 0.006
Si 20.454 4.081 8.06 -0.009 -0.005 -0.002
Si 17.724 6.839 8.007 0.015 0.008 -0.001
Si 20.477 9.523 8.038 -0.007 0.009 -0.003
Si 17.726 12.268 7.996 -0.007 -0.012 -0.003
Si 20.459 14.955 8.024 -0.008 -0.008 -0.016
Si 23.18 1.34 8.096 0 0.004 -0.004
Si 9.511 4.136 7.921 -0.005 -0.003 0.002
Si 23.198 6.771 8.081 0.003 0.002 -0.006
Si 9.526 9.558 7.956 -0.007 -0.001 0.005
Si 23.2 12.211 8.075 -0.003 0 -0.007
Si 9.52 14.991 7.917 -0.002 0.007 -0.005
Si 12.238 1.407 7.942 -0.006 -0.012 -0.003
Si 14.986 4.116 7.967 -0.002 0.005 -0.01
Si 12.24 6.86 7.936 -0.009 0.001 0
Si 14.985 9.572 7.959 -0.005 -0.002 -0.001
Si 12.268 12.282 7.951 0.004 0.007 -0.004
Si 15.006 15 7.986 0.012 0.024 0.001
Si 16.361 16.339 9.365 0.003 -0.011 0.012
Si 19.083 2.72 9.401 0.001 -0.006 0.014
Si 16.351 5.463 9.341 0.008 0.002 0.002
Si 19.088 8.174 9.383 -0.01 -0.008 0.006
Si 16.355 10.906 9.339 0.002 -0.002 0.006
Si 19.085 13.608 9.377 -0.003 0.011 0.004
Si 21.797 16.301 9.425 -0.01 0.006 0.005
Si 8.157 2.758 9.282 -0.009 0.002 -0.001
Si 21.813 5.431 9.434 -0.003 -0.005 0.003
Si 8.158 8.189 9.3 0.011 0.004 0.001
Si 21.816 10.87 9.426 0.007 -0.009 0.002
Si 8.159 13.619 9.275 0.01 -0.01 -0.004
Si 10.884 16.347 9.288 -0.004 0.008 0.004
Si 13.617 2.748 9.312 0.002 -0.001 -0.002
Si 10.886 5.479 9.288 -0.003 0.005 -0.004
Si 13.619 8.196 9.305 -0.001 0 0
Si 10.899 10.916 9.304 0.001 -0.013 0
Si 13.633 13.629 9.321 0.011 -0.011 -0.001
Si 17.72 14.972 10.728 0.002 0.006 0.001
Si 20.434 1.352 10.773 0.001 0.002 0.002
Si 17.699 4.095 10.724 -0.007 0.001 0.004
Si 20.428 6.802 10.762 -0.003 0.013 -0.003
Si 17.708 9.542 10.714 0.001 0.003 -0.004
Si 20.432 12.243 10.755 -0.008 -0.006 -0.006
Si 23.141 14.94 10.808 -0.001 0 -0.005
Si 9.52 1.386 10.64 -0.003 0 -0.001
Si 6.794 4.101 10.652 0.003 -0.002 0.002
Si 9.523 6.824 10.653 -0.016 -0.006 0.007
Si 6.795 9.546 10.658 0 -0.005 0.003
Si 9.525 12.271 10.652 0.006 0.008 0.003
Si 12.256 14.992 10.658 0.001 0.005 -0.003
Si 14.977 1.388 10.689 0.009 0.004 0.001
Si 12.25 4.115 10.655 -0.005 0.003 -0.002
Si 14.977 6.828 10.679 -0.002 -0.004 -0.003
Si 12.258 9.55 10.665 -0.003 0.006 0.004
Si 14.99 12.267 10.689 -0.002 0.001 0
Si 19.06 16.318 12.121 -0.006 -0.005 0.004
Si 21.787 2.7 12.152 -0.006 -0.004 0.007
Si 19.055 5.441 12.106 0.002 -0.004 0.01
Si 21.769 8.154 12.149 0.005 -0.003 0.006
Si 19.06 10.885 12.101 -0.005 -0.003 0.001
Si 21.764 13.59 12.155 -0.002 -0.002 0
Si 24.48 16.293 12.2 -0.003 -0.002 0.001
Si 10.889 2.739 11.999 0.001 0 0.001
Si 8.164 5.455 12.004 0.005 0.002 -0.001
Si 10.899 8.173 12.01 0.003 -0.003 -0.003
Si 8.166 10.901 12.011 -0.003 -0.008 0
Si 10.896 13.626 12.012 -0.003 -0.004 -0.001
Si 13.618 16.337 12.035 -0.004 -0.001 0.004
Si 16.332 2.732 12.073 -0.009 -0.002 0.005
Si 13.619 5.455 12.031 0.001 0.006 0.005
Si 16.335 8.179 12.054 0.01 -0.001 0
Si 13.622 10.902 12.03 0.008 -0.007 -0.003
Si 16.353 13.608 12.067 0.006 0.002 0.003
Si 17.685 1.37 13.453 0 0.001 -0.002
Si 20.404 4.065 13.476 0.008 -0.001 0.001
Si 17.68 6.821 13.435 -0.019 0.009 0.003
Si 20.401 9.528 13.489 -0.008 0.001 -0.006
Si 17.696 12.247 13.451 0.012 -0.006 -0.004
Si 20.4 14.957 13.508 -0.008 0.006 0.005
Si 23.126 1.344 13.549 0.007 -0.001 0.004
Si 9.532 4.097 13.355 -0.016 0.001 0.003
Si 23.105 6.791 13.53 -0.006 0.013 -0.006
Si 9.532 9.527 13.357 0.002 0 0.006
Si 23.095 12.224 13.54 -0.001 -0.004 0.004
Si 25.808 14.927 13.588 0.01 0.011 0
Si 12.241 1.379 13.373 0 0.007 0.004
Si 14.959 4.087 13.419 0.006 0.002 0.004
Si 12.262 6.819 13.381 0 -0.013 0.007
Si 14.973 9.545 13.404 -0.014 0.014 -0.002
Si 12.262 12.268 13.375 -0.005 0.005 0.002
Si 14.99 14.981 13.4 0.007 -0.011 0.002
Si 16.328 16.325 14.803 0.002 -0.002 0.008
Si 19.043 2.711 14.835 0.001 -0.008 0.002
Si 16.318 5.453 14.777 0.012 0.003 0.007
Si 19.026 8.172 14.824 -0.003 0.003 0.006
Si 16.323 10.889 14.79 0.001 -0.003 0
Si 19.032 13.589 14.854 -0.005 -0.006 0.008
Si 21.748 16.31 14.892 0.001 -0.006 0.009
Si 24.478 2.701 14.931 0.016 -0.01 0.004
Si 21.741 5.414 14.863 -0.003 0.001 0.002
Si 24.439 8.147 14.919 0.004 -0.003 0.014
Si 21.725 10.878 14.901 -0.008 -0.005 0.005
Si 24.425 13.574 14.935 0.004 0.001 0
Si 10.892 16.338 14.737 0 0.002 0.002
Si 13.59 2.711 14.765 -0.006 -0.009 0.008
Si 10.905 5.439 14.718 0.009 0.012 0.001
Si 13.616 8.182 14.752 0.005 0.002 -0.002
Si 10.899 10.888 14.706 -0.001 -0.008 0
Si 13.634 13.617 14.742 -0.004 -0.002 0
Si 33.911 15.349 0.275 0.119 -0.266 0.791
Si 36.541 1.365 0.379 0.191 -0.006 0.64
Si 34.497 3.706 0.173 -0.159 0.087 0.694
Si 36.624 7.025 0.114 0.157 -0.158 0.746
Si 34.49 9.349 0.134 -0.258 0.068 0.757
Si 37.138 11.945 0.425 -0.01 0.056 0.718
Si 39.838 14.702 0.208 -0.26 0.18 0.707
Si 41.95 1.524 0.411 0.148 -0.187 0.775
Si 39.682 3.652 0.407 -0.079 0.174 0.72
Si 42.362 6.456 0.391 -0.15 0.172 0.735
Si 39.4 9.811 0.176 0.107 -0.226 0.67
Si 33.331 14.414 33.557 0.157 -0.167 0.725
Si 29.053 14.499 0.17 0.05 0.024 0.681
Si 31.541 1.019 0.249 -0.066 0.257 0.707
Si 28.395 4.257 0.172 0.244 -0.023 0.791
Si 38.72 9.115 33.445 0.124 -0.197 0.678
Si 36.483 11.334 33.431 -0.112 0.19 0.809
Si 38.84 14.622 33.415 0.105 -0.246 0.615
Si 35.346 16.341 1.806 -0.004 -0.006 -0.05
Si 38.122 2.53 1.666 -0.015 -0.009 -0.056
Si 35.556 5.37 1.448 -0.002 0.013 -0.033
Si 38.24 8.139 1.423 0 0.01 -0.057
Si 35.551 10.785 1.637 -0.028 -0.025 -0.05
Si 38.241 13.615 1.584 -0.003 0.014 -0.047
Si 40.83 16.249 1.668 0.004 -0.002 -0.056
Si 27.286 2.694 1.487 -0.026 -0.008 -0.056
Si 40.786 5.313 1.66 0.013 -0.026 -0.066
Si 27.551 8.127 1.393 0.034 0.02 -0.063
Si 40.871 10.88 1.636 -0.005 0.008 -0.04
Si 27.445 13.374 1.409 -0.027 0.013 -0.028
Si 30.046 16.147 1.529 -0.014 -0.021 -0.038
Si 32.78 2.653 1.437 -0.02 0.012 -0.061
Si 30.115 5.429 1.293 0.019 -0.007 -0.058
Si 32.83 8.122 1.3 0.016 0.004 -0.05
Si 30.225 10.813 1.163 -0.006 0.013 -0.061
Si 32.85 13.571 1.376 -0.026 0.017 -0.034
Si 33.998 1.407 3.034 -0.028 0.007 0.024
Si 36.832 4.047 2.918 -0.017 -0.017 0.02
Si 34.113 6.724 2.746 -0.007 -0.004 0.004
Si 36.899 9.414 2.934 0.045 -0.006 0.033
Si 34.132 12.211 2.822 -0.017 -0.002 0.004
Si 36.802 14.907 2.939 0.021 -0.018 0.01
Si 39.453 1.223 3.048 0.011 -0.003 0.034
Si 42.12 4.02 3.088 0.001 0.015 0.044
Si 39.471 6.773 2.903 -0.027 0.003 0.008
Si 42.17 9.477 2.979 0.018 0.017 0.002
Si 39.537 12.252 3.009 -0.011 0.006 0.021
Si 26.029 14.89 2.593 -0.015 -0.007 -0.005
Si 28.676 1.291 2.76 0.008 0.005 0.012
Si 31.412 4.062 2.715 -0.007 -0.005 0.025
Si 28.818 6.75 2.775 -0.017 -0.02 0.028
Si 31.482 9.487 2.678 -0.006 -0.005 0.012
Si 28.805 12.023 2.704 0.038 -0.028 0.014
Si 31.458 14.842 2.853 0.038 -0.003 0.027
Si 32.694 16.256 4.28 -0.01 -0.005 -0.011
Si 35.43 2.744 4.303 -0.006 -0.002 -0.016
Si 32.742 5.403 4.139 -0.01 0.007 -0.012
Si 35.449 8.063 4.197 0.003 0.003 -0.03
Si 32.755 10.834 4.139 -0.018 -0.003 -0.001
Si 35.44 13.537 4.254 0.001 0.015 0.007
Si 38.093 16.23 4.381 0.002 0.001 0.013
Si 40.779 2.637 4.393 -0.001 0.01 -0.004
Si 38.138 5.417 4.294 0.029 -0.023 0
Si 40.806 8.117 4.309 -0.011 -0.011 -0.005
Si 38.162 10.845 4.311 -0.001 0.008 -0.026
Si 40.863 13.588 4.389 -0.016 -0.006 -0.011
Si 27.296 16.25 4.063 -0.04 -0.016 0.003
Si 30.04 2.685 4.086 0.019 0.01 -0.003
Si 27.343 5.419 4.087 -0.004 -0.004 -0.031
Si 30.119 8.151 4.111 0.01 0.01 -0.008
Si 27.379 10.777 4.09 0.02 0.006 0.001
Si 30.053 13.462 4.123 -0.001 0.004 -0.015
Si 33.962 14.936 16.459 0.018 0.023 -0.01
Si 36.658 1.329 16.507 -0.014 -0.015 -0.009
Si 33.933 4.068 16.5 -0.005 0.012 0.004
Si 36.651 6.774 16.516 0.002 -0.006 0.001
Si 33.969 9.467 16.434 0.005 0.001 -0.004
Si 36.702 12.258 16.504 -0.008 0.012 -0.003
Si 39.409 14.949 16.566 -0.009 0.008 -0.003
Si 25.818 1.332 16.315 0.004 0.01 -0.013
Si 39.405 4.061 16.526 -0.003 0.013 -0.005
Si 25.764 6.775 16.3 0.001 0.004 -0.013
Si 39.434 9.543 16.531 0.024 -0.012 0.003
Si 25.765 12.217 16.314 0.013 -0.015 -0.002
Si 28.487 14.97 16.377 0.01 0.005 -0.006
Si 31.197 1.372 16.457 -0.004 0.001 -0.005
Si 28.548 4.031 16.376 -0.008 0.009 -0.013
Si 31.237 6.731 16.417 -0.008 0.006 -0.006
Si 28.479 9.462 16.315 0.006 -0.006 -0.022
Si 31.224 12.219 16.386 0.004 0.01 -0.015
Si 35.312 16.266 17.863 0.01 0.003 -0.002
Si 37.985 2.724 17.855 0.007 -0.007 -0.028
Si 35.294 5.405 17.903 0.009 0.002 -0.015
Si 38.07 8.129 17.812 -0.025 -0.01 0.016
Si 35.31 10.867 17.766 0.007 -0.016 -0.003
Si 38.049 13.594 17.935 0.003 0 0.012
Si 40.729 16.322 17.956 0.015 0.015 0.01
Si 27.219 2.628 17.707 0.017 -0.027 -0.013
Si 40.818 5.413 17.839 -0.011 0.002 -0.005
Si 27.056 8.167 17.673 0.003 0.018 -0.011
Si 40.73 10.953 17.933 -0.031 0.022 -0.008
Si 27.11 13.58 17.675 -0.024 0.007 0.026
Si 29.807 16.336 17.796 -0.027 0.02 -0.011
Si 32.492 2.78 17.85 -0.015 0.013 0.013
Si 29.87 5.382 17.788 0.015 -0.035 0.022
Si 32.632 8.056 17.766 0.003 -0.008 -0.005
Si 29.859 10.793 17.649 -0.011 -0.023 -0.003
Si 32.572 13.575 17.769 0.009 -0.02 0.021
Si 33.875 1.356 19.076 -0.005 -0.004 -0.031
Si 36.668 4.052 19.277 0.001 0.045 -0.018
Si 33.916 6.74 19.27 -0.017 0.002 -0.002
Si 36.731 9.562 19.093 0.043 -0.002 -0.02
Si 33.905 12.173 19.116 0.006 -0.006 -0.02
Si 36.665 14.919 19.297 -0.023 0.04 0.013
Si 39.296 1.389 19.237 0.003 -0.037 -0.003
Si 25.833 3.986 18.965 -0.015 0.007 -0.033
Si 39.421 6.739 19.163 -0.008 -0.018 -0.055
Si 25.681 9.492 19.082 0.014 -0.017 -0.022
Si 39.384 12.282 19.395 0.013 -0.008 0.006
Si 42.065 14.994 19.383 -0.003 -0.027 -0.028
Si 28.523 1.383 19.268 0.024 0.022 -0.011
Si 31.169 4.129 19.355 0.025 -0.005 -0.031
Si 28.407 6.778 18.969 -0.017 0.021 -0.009
Si 31.24 9.441 18.998 0 0.022 -0.035
Si 28.437 12.108 18.945 -0.003 0.014 -0.039
Si 31.153 14.922 19.078 0.006 -0.017 -0.022
Si 32.469 16.343 20.392 -0.036 0.056 0.042
Si 35.157 2.717 20.5 -0.024 0.03 0.06
Si 32.522 5.534 20.809 -0.031 -0.007 0.049
Si 35.423 8.155 20.378 0.026 -0.013 0.036
Si 32.581 10.731 20.424 -0.004 -0.007 0.063
Si 35.25 13.458 20.544 0.01 -0.019 0.023
Si 37.928 16.41 20.69 -0.023 0 0.013
Si 40.808 2.725 20.43 -0.007 -0.017 0.033
Si 38.128 5.361 20.618 0.012 -0.004 0.07
Si 40.735 8.196 20.454 -0.022 0.003 0.049
Si 37.98 10.85 20.65 -0.012 -0.012 0.069
Si 40.664 13.689 20.847 0.009 0.014 0.043
Si 27.141 16.247 20.502 -0.003 -0.013 0.067
Si 29.798 2.765 20.804 -0.011 0.027 0.06
Si 27.103 5.389 20.324 0.008 -0.024 0.054
Si 29.781 8.136 20.252 0.012 -0.007 0.047
Si 27.029 10.885 20.401 -0.035 -0.004 0.044
Si 29.844 13.393 20.276 0.017 -0.002 0.029
Si 33.945 15.051 21.609 -0.157 -0.206 -0.664
Si 36.097 17.403 21.86 0.407 0.281 -0.659
Si 33.696 3.803 21.984 -0.003 0.272 -0.727
Si 36.985 7.051 21.72 -0.008 -0.066 -0.771
Si 34.191 9.585 21.71 -0.061 -0.034 -0.656
Si 36.299 11.881 21.974 0.171 0.13 -0.69
Si 39.488 15.38 22.103 -0.18 -0.308 -0.652
Si 25.569 17.442 21.798 0.195 0.066 -0.688
Si 39.892 4.323 21.854 -0.374 -0.17 -0.662
Si 25.459 6.443 21.574 0.043 0.206 -0.744
Si 39.186 9.227 21.873 0.055 0.213 -0.694
Si 42.313 12.509 22.068 -0.211 -0.06 -0.698
Si 28.327 14.51 21.589 -0.047 0.222 -0.667
Si 31.508 1.524 21.953 -0.289 -0.019 -0.708
Si 28.585 4.545 21.96 -0.049 -0.383 -0.668
Si 30.789 6.84 21.896 0.335 0.025 -0.644
Si 28.643 9.663 21.56 -0.295 -0.129 -0.708
Si 30.932 11.819 21.66 0.204 0.18 -0.686
Si 22.209 4.805 25.934 -0.068 0.009 -0.082
Si 38.009 13.938 27.072 -0.041 -0.031 0.062
Si 35.523 7.974 28.16 -0.039 -0.049 -0.071
Si 39.545 2.648 28.882 0.09 0.105 -0.054
Si 35.936 9.908 25.862 -0.013 -0.021 -0.055
Si 46.466 14.611 29.98 -0.043 0.062 0.073
Si 26.686 8.443 23.403 0.099 0.017 -0.093
Si 33.5 14.8 24.533 0.023 0.028 -0.005
Si 34.968 13.006 31.191 -0.004 0.011 0.075
Si 33.472 16.852 29.182 0.078 -0.014 0.001
Si 30.663 14.293 25.873 -0.009 -0.057 -0.083
Si 34.793 18.299 31.578 -0.044 0.031 0.063
Si 40.081 6.95 26.306 -0.046 -0.03 -0.038
Si 47.132 10.098 29.415 -0.066 -0.063 0.025
Si 37.657 5.03 31.84 -0.037 -0.03 0.078
Si 33.798 8.112 24.409 0.01 0.119 -0.069
Si 34.955 2.463 27.279 -0.091 -0.085 0.176
Si 35.531 17.058 24.712 0.012 -0.059 -0.125
Si 37.656 5.028 26.07 0.033 0.102 -0.051
Si 35.97 15.148 29.243 -0.036 0.053 -0.031
Si 44.121 10.077 24.969 0.06 0.042 -0.085
Si 31.567 6.675 28.438 0.013 0.14 0.042
Si 39.972 6.982 31.666 0.061 0.118 -0.031
Si 35.294 5.552 23.985 0.053 -0.054 -0.108
Si 22.552 7.704 26.445 -0.036 0.09 0.03
Si 34.006 12.395 25.994 -0.06 0.056 -0.083
Si 40.42 12.323 28.387 0.151 0.012 0.022
Si 48.101 12.362 30.987 -0.024 -0.047 0.178
Si 46.322 16.962 26.608 0.136 -0.015 0.007
Si 34.237 5.356 27.838 0.132 0.113 0.076
Si 43.452 17.968 31.72 -0.002 -0.034 0.227
Si 38.229 15.878 24.91 0.065 -0.021 -0.093
Si 46.875 6.364 31.098 -0.064 0.139 0.01
Si 31.254 11.66 24.649 -0.017 -0.088 -0.053
Si 39.197 2.271 25.949 0.025 0 0.001
Si 31.888 9.822 31.733 0.032 0.053 0.126
Si 29.744 16.133 23.728 0.122 0.03 0.049
Si 43.679 15.092 31.186 -0.073 -0.051 -0.031
Si 36.852 18.135 29.589 -0.115 -0.112 -0.067
Si 47.559 17.436 30.804 0.083 0.017 0.183
Si 29.112 6.684 26.553 0.005 -0.009 -0.143
Si 40.464 10.987 24.143 0.002 -0.012 -0.105
Si 30.917 8.533 24.666 0.036 -0.02 -0.107
Si 40.588 5.503 28.998 -0.008 -0.033 0.195
Si 42.328 3.194 29.381 -0.008 0.019 -0.005
Si 40.989 13.466 31.308 -0.036 0.166 0.166
Si 33.199 12.161 28.718 0.08 0.04 0.049
Si 27.282 17.767 24.276 -0.102 0.082 -0.017
Si 32.924 9.275 28.848 0.032 -0.102 0.034
Si 43.44 9.278 28.348 -0.022 0.095 0.017
Si 30.398 13.525 28.89 -0.015 0.067 0.001
Si 36.664 5.625 29.055 -0.097 0.072 0.09
Si 25.261 9.097 25.832 -0.022 0.057 -0.056
Si 37.676 11.947 24.729 0.027 -0.088 -0.043
Si 34.081 14.911 5.607 0.004 0.001 -0.005
Si 36.747 1.338 5.664 -0.004 0.007 -0.002
Si 34.049 4.088 5.604 0.001 0.003 0.006
Si 36.755 6.748 5.637 -0.018 0.002 0.002
Si 34.09 9.467 5.528 0.01 0.006 -0.002
Si 36.765 12.183 5.643 0.015 0.002 0.002
Si 39.468 14.909 5.734 0.008 -0.005 0.012
Si 42.159 1.337 5.762 -0.005 0.012 0.008
Si 39.449 4.052 5.693 0.002 0.008 0.017
Si 25.948 6.769 5.409 0.003 0.007 0.004
Si 39.481 9.485 5.684 0.011 0.011 0.003
Si 26.013 12.195 5.409 -0.003 0.013 0.002
Si 28.658 14.876 5.427 0.012 0.003 -0.002
Si 31.316 1.328 5.546 -0.002 0.009 0.011
Si 28.665 4.036 5.45 0.007 -0.003 -0.006
Si 31.406 6.774 5.506 0.004 0.004 0.018
Si 28.7 9.444 5.483 -0.011 -0.024 0.001
Si 31.386 12.155 5.533 -0.001 -0.001 0.001
Si 35.393 16.282 6.995 -0.004 -0.002 -0.001
Si 38.09 2.693 7.039 -0.005 0.011 -0.008
Si 35.392 5.414 7 -0.004 -0.001 0.004
Si 38.097 8.123 7.009 -0.01 -0.004 -0.009
Si 35.393 10.82 6.963 0 -0.002 -0.007
Si 38.094 13.542 7.041 0.001 -0.003 -0.001
Si 40.803 16.286 7.092 0.003 -0.001 0
Si 27.275 2.672 6.78 -0.005 -0.005 -0.002
Si 24.57 5.391 6.737 0.002 -0.009 -0.009
Si 27.286 8.112 6.808 0.008 0.003 0.001
Si 24.593 10.849 6.731 0.003 -0.002 0.003
Si 27.305 13.553 6.82 0.001 -0.008 -0.006
Si 29.952 16.26 6.85 -0.008 0.01 -0.001
Si 32.682 2.686 6.913 0.001 -0.003 -0.007
Si 30.002 5.408 6.833 0.004 0.008 -0.007
Si 32.725 8.126 6.906 0 -0.013 -0.004
Si 30.004 10.82 6.879 -0.009 -0.005 -0.002
Si 32.7 13.539 6.92 0 -0.002 0.001
Si 34.016 1.331 8.311 0.01 0.004 0.001
Si 36.73 4.053 8.376 -0.011 -0.012 0
Si 34.037 6.785 8.325 0.019 0.015 0.008
Si 36.74 9.485 8.358 -0.005 -0.003 0.003
Si 34.034 12.193 8.311 -0.007 -0.001 -0.006
Si 36.738 14.928 8.371 0.007 0.013 -0.008
Si 39.441 1.345 8.416 0.005 0.01 -0.005
Si 25.91 4.043 8.128 0 0.004 0.004
Si 39.437 6.776 8.399 0.008 -0.002 -0.007
Si 25.915 9.494 8.136 0.015 -0.001 -0.009
Si 39.451 12.201 8.406 -0.004 -0.006 -0.002
Si 25.906 14.922 8.141 0 0.005 -0.003
Si 28.593 1.315 8.186 -0.007 -0.017 -0.002
Si 31.319 4.055 8.245 0.002 0.002 -0.007
Si 28.623 6.756 8.189 -0.018 -0.005 0.002
Si 31.343 9.474 8.259 -0.002 0.003 -0.002
Si 28.633 12.197 8.21 0.013 0.008 0.002
Si 31.317 14.918 8.238 0.004 -0.001 -0.009
Si 32.649 16.276 9.635 -0.008 0.006 -0.004
Si 35.361 2.683 9.698 0.004 0.003 -0.002
Si 32.657 5.408 9.64 0.001 0.003 -0.006
Si 35.378 8.13 9.71 -0.01 -0.008 0.001
Si 32.663 10.841 9.655 0.006 -0.003 -0.001
Si 35.366 13.561 9.698 0.002 -0.004 -0.005
Si 38.076 16.294 9.746 -0.004 -0.008 0
Si 24.526 2.696 9.475 0.003 -0.005 0.005
Si 38.082 5.411 9.749 -0.008 -0.001 -0.004
Si 24.532 8.132 9.47 0.008 0.001 -0.001
Si 38.083 10.843 9.741 0.008 -0.001 -0.004
Si 24.525 13.568 9.476 -0.004 -0.003 0.004
Si 27.23 16.284 9.537 -0.006 0.013 0.005
Si 29.942 2.678 9.566 -0.006 -0.002 -0.008
Si 27.243 5.399 9.523 0.014 -0.008 0.003
Si 29.953 8.117 9.585 0.009 -0.005 -0.004
Si 27.243 10.843 9.538 -0.015 0.003 0.003
Si 29.958 13.561 9.597 -0.011 -0.006 0
Si 33.995 14.932 11.032 0.004 -0.001 -0.003
Si 36.709 1.339 11.086 -0.01 0.003 -0.003
Si 33.998 4.053 11.026 0.005 -0.008 -0.001
Si 36.721 6.775 11.089 0.001 0.012 0.008
Si 34.005 9.494 11.041 0.005 0.008 0.002
Si 36.719 12.216 11.076 0.006 0 -0.002
Si 39.435 14.942 11.108 0.014 0.005 -0.004
Si 25.856 1.335 10.867 -0.003 0 0.004
Si 23.157 4.067 10.815 0.006 0.001 -0.001
Si 25.87 6.775 10.858 0.002 0.001 -0.002
Si 23.151 9.502 10.805 -0.008 -0.001 -0.004
Si 25.86 12.212 10.867 0.006 0 -0.003
Si 28.575 14.93 10.922 0.004 0.004 0
Si 31.28 1.328 10.963 0.004 0.003 -0.002
Si 28.578 4.041 10.909 -0.002 -0.003 0.001
Si 31.286 6.767 10.978 -0.008 0 0.001
Si 28.582 9.488 10.926 0 0.004 -0.005
Si 31.294 12.212 10.994 0.002 0.006 0.002
Si 35.336 16.295 12.418 0.007 0.002 -0.002
Si 38.057 2.694 12.469 -0.005 -0.011 0.001
Si 35.346 5.401 12.412 -0.007 -0.004 -0.004
Si 38.075 8.137 12.459 0.006 0.002 -0.004
Si 35.353 10.852 12.416 -0.007 -0.008 -0.002
Si 38.067 13.581 12.446 -0.007 0 0
Si 40.782 16.305 12.477 0 0.001 -0.005
Si 27.199 2.691 12.25 0.005 -0.006 -0.002
Si 24.495 5.423 12.207 0.007 0.003 0.006
Si 27.204 8.123 12.257 0.006 -0.001 0.002
Si 24.478 10.856 12.204 0 -0.005 0
Si 27.194 13.57 12.255 -0.007 -0.005 0.001
Si 29.915 16.288 12.307 -0.005 0.003 -0.001
Si 32.625 2.681 12.349 -0.002 -0.001 -0.004
Si 29.916 5.392 12.303 -0.006 -0.005 -0.003
Si 32.625 8.125 12.362 0.003 -0.005 -0.004
Si 29.911 10.848 12.324 0.002 0.001 0.004
Si 32.631 13.574 12.383 0.005 -0.001 0.008
Si 33.958 1.34 13.755 -0.003 0.007 -0.003
Si 36.681 4.052 13.811 -0.003 0.015 0.012
Si 33.974 6.77 13.734 -0.002 0.009 -0.004
Si 36.709 9.505 13.791 0.002 0 0.004
Si 33.986 12.213 13.754 0.017 -0.003 0.011
Si 36.703 14.951 13.785 -0.005 0 -0.002
Si 39.422 1.339 13.834 0.013 -0.015 0.005
Si 25.842 4.065 13.594 -0.005 0.004 0.001
Si 39.42 6.797 13.85 -0.015 0.015 0.007
Si 25.822 9.498 13.58 0.003 0 -0.001
Si 39.423 12.237 13.82 0.012 -0.007 0.004
Si 42.141 14.959 13.842 0.004 0.005 -0.004
Si 28.534 1.331 13.632 -0.006 0.005 -0.001
Si 31.266 4.043 13.688 0.006 -0.014 -0.007
Si 28.54 6.749 13.638 0.019 -0.008 -0.002
Si 31.249 9.481 13.704 0 0.006 0.006
Si 28.537 12.23 13.651 -0.016 0.002 -0.002
Si 31.26 14.955 13.714 -0.011 0.013 0.007
Si 32.591 16.317 15.121 0.005 0 0.003
Si 35.293 2.689 15.15 -0.002 -0.017 0
Si 32.614 5.398 15.07 -0.003 -0.007 0.002
Si 35.336 8.119 15.099 -0.014 -0.008 0
Si 32.605 10.838 15.075 0.005 -0.008 0.004
Si 35.339 13.586 15.118 0.007 0.001 -0.003
Si 38.052 16.298 15.18 -0.005 0 -0.007
Si 40.783 2.692 15.205 0 -0.003 -0.002
Si 38.037 5.42 15.175 -0.001 0.002 -0.002
Si 40.8 8.176 15.187 0.004 0.005 -0.003
Si 38.057 10.875 15.162 -0.011 0.001 0.011
Si 40.768 13.607 15.19 0.005 0.003 -0.002
Si 27.155 16.285 14.958 -0.015 -0.002 0.004
Si 29.885 2.68 15.01 -0.002 0.002 0.007
Si 27.179 5.403 15.006 0.006 -0.006 0
Si 29.881 8.088 15.027 -0.01 -0.006 -0.007
Si 27.151 10.861 14.967 0.003 -0.007 0.004
Si 29.874 13.598 15.039 0 0.008 -0.001
Si 50.025 15.357 0.105 0.18 -0.372 0.709
Si 52.484 1.543 0.104 0.334 -0.143 0.658
Si 50.362 3.859 0.288 -0.187 0.122 0.75
Si 52.466 7.067 0.258 0.134 -0.085 0.735
Si 50.2 9.197 0.353 0.04 0.235 0.592
Si 52.999 12.132 0.3 -0.308 0.182 0.668
Si 55.779 14.858 0.256 -0.257 0.192 0.637
Si 58.074 1.505 0.517 0.152 -0.1 0.659
Si 55.814 3.693 0.176 -0.233 0.292 0.666
Si 58.417 6.466 0.229 -0.128 0.255 0.707
Si 55.1 9.735 0.234 0.449 -0.192 0.669
Si 42.064 12.489 0.447 0.054 -0.196 0.733
Si 44.952 14.642 0.186 -0.057 0.258 0.726
Si 47.685 1.113 0.346 -0.141 0.173 0.808
Si 44.532 4.207 0.373 0.27 -0.074 0.731
Si 47.296 7.028 0.292 0.091 -0.266 0.718
Si 45.032 9.177 0.34 -0.052 0.233 0.762
Si 47.298 12.546 0.176 0.068 -0.204 0.699
Si 51.485 16.384 1.605 -0.023 0.017 -0.069
Si 54.163 2.625 1.403 -0.031 -0.001 -0.035
Si 51.477 5.433 1.601 -0.005 -0.016 -0.044
Si 54.084 8.15 1.587 0.001 -0.031 -0.071
Si 51.419 10.877 1.497 -0.008 -0.025 -0.029
Si 54.173 13.719 1.532 0.008 -0.016 -0.054
Si 56.898 16.279 1.717 -0.005 -0.006 0.002
Si 43.461 2.681 1.736 -0.005 -0.001 -0.037
Si 56.851 5.35 1.507 0.005 -0.002 -0.059
Si 43.495 8.059 1.678 -0.006 -0.006 -0.049
Si 56.96 10.84 1.235 -0.009 0.009 -0.039
Si 43.561 13.617 1.762 0.023 0.017 -0.031
Si 46.099 16.24 1.539 -0.012 -0.025 -0.055
Si 48.835 2.696 1.624 0.02 -0.006 -0.064
Si 46.169 5.396 1.559 -0.005 0.011 -0.038
Si 48.801 8.053 1.766 -0.014 0.011 -0.029
Si 46.198 10.877 1.499 0.007 0.007 -0.047
Si 48.895 13.689 1.428 0.001 0.024 -0.046
Si 50.184 1.384 3.012 -0.016 -0.007 0.027
Si 52.926 4.065 2.844 0.005 -0.033 0.02
Si 50.164 6.704 3.056 0.013 0.003 0.027
Si 52.791 9.552 2.929 0.005 0.023 0.036
Si 50.151 12.284 2.855 -0.022 -0.016 -0.002
Si 52.854 15.021 2.921 0.023 -0.001 -0.001
Si 55.485 1.352 2.913 -0.005 0.054 0.024
Si 58.275 4.093 2.915 0.002 0.04 0.037
Si 55.548 6.789 2.824 0.01 0 0.013
Si 58.312 9.529 2.665 -0.015 0.025 -0.003
Si 55.632 12.236 2.724 -0.007 -0.03 0.022
Si 42.21 14.983 3.067 -0.014 0.006 0.024
Si 44.852 1.301 2.979 0.017 -0.004 -0.001
Si 47.504 4.069 2.954 0.004 0.013 0.013
Si 44.855 6.72 3.02 0.005 -0.012 0.047
Si 47.503 9.562 2.975 -0.019 -0.005 0.022
Si 44.886 12.159 2.99 0.012 -0.026 0.013
Si 47.528 14.95 2.902 0.02 0.018 0.042
Si 48.844 16.303 4.319 -0.023 0.02 -0.005
Si 51.593 2.743 4.287 -0.003 0.013 -0.021
Si 48.83 5.373 4.39 0.003 -0.01 0.009
Si 51.525 8.151 4.315 0.012 0.015 -0.009
Si 48.871 10.919 4.299 -0.004 0.004 0
Si 51.537 13.6 4.238 -0.016 0.013 0.005
Si 54.218 16.32 4.304 0.001 0.018 0.025
Si 56.924 2.704 4.217 0.007 0.005 0.013
Si 54.263 5.424 4.226 0.011 -0.029 0.002
Si 56.98 8.179 4.087 0.013 -0.014 -0.001
Si 54.276 10.908 4.164 -0.01 0.015 -0.02
Si 57.022 13.552 4.118 0 0.001 -0.007
Si 43.531 16.332 4.411 -0.008 -0.01 0.008
Si 46.188 2.688 4.322 -0.003 0 -0.005
Si 43.498 5.392 4.395 0.004 -0.018 -0.013
Si 46.178 8.155 4.336 0.008 -0.012 -0.026
Si 43.515 10.83 4.35 0.006 0.013 -0.004
Si 46.232 13.565 4.311 0.009 0.002 -0.037
Si 50.38 14.963 16.551 0.011 0.008 0.01
Si 53.147 1.351 16.44 -0.008 -0.019 -0.017
Si 50.348 4.1 16.478 -0.001 -0.01 0.009
Si 53.054 6.778 16.376 -0.004 -0.006 -0.019
Si 50.277 9.521 16.494 -0.002 -0.013 0.002
Si 53.075 12.296 16.436 0.008 -0.022 0.002
Si 55.851 15.012 16.434 0.023 0 0.007
Si 42.137 1.338 16.59 -0.009 -0.004 0.01
Si 55.815 4.074 16.385 -0.018 -0.003 -0.003
Si 42.168 6.821 16.539 0.017 0.001 -0.012
Si 55.841 9.56 16.333 -0.005 -0.005 -0.003
Si 42.122 12.282 16.576 0.003 0.001 0
Si 44.846 14.998 16.578 -0.005 0.003 -0.003
Si 47.602 1.391 16.572 0.006 0.008 -0.009
Si 44.928 4.085 16.586 0.016 0.009 -0.014
Si 47.611 6.824 16.545 -0.003 0.002 -0.007
Si 44.895 9.541 16.571 0.012 0.013 -0.009
Si 47.604 12.236 16.558 -0.016 -0.01 -0.009
Si 51.846 16.31 17.841 0.001 0.002 -0.011
Si 54.503 2.703 17.806 0.007 -0.012 0.014
Si 51.712 5.467 17.812 0.001 0.032 -0.01
Si 54.488 8.139 17.605 0.005 -0.004 0.004
Si 51.643 10.953 17.737 -0.001 0.002 -0.01
Si 54.48 13.644 17.779 -0.016 0.01 -0.009
Si 57.229 16.4 17.783 0.002 -0.003 0.002
Si 43.587 2.665 17.901 0.01 0.012 -0.031
Si 57.249 5.436 17.645 0.009 0.018 0.014
Si 43.511 8.199 17.913 0.006 -0.02 -0.007
Si 57.194 10.932 17.701 -0.019 -0.003 -0.022
Si 43.45 13.677 17.942 -0.002 0.017 0.01
Si 46.23 16.346 17.935 -0.018 -0.003 -0.026
Si 48.976 2.795 17.876 -0.022 0.012 0.016
Si 46.28 5.487 17.945 -0.002 -0.027 0.004
Si 48.939 8.176 17.937 0.01 0.014 0.021
Si 46.263 10.882 17.955 -0.016 -0.015 -0.001
Si 48.972 13.604 17.898 0.003 0.005 -0.009
Si 50.463 1.426 19.064 0.009 0.01 -0.045
Si 53.15 4.129 19.096 0.006 -0.017 -0.018
Si 50.319 6.762 19.234 -0.013 -0.023 -0.017
Si 53.059 9.495 18.841 -0.003 -0.032 -0.04
Si 50.33 12.242 19.248 0.012 -0.039 -0.006
Si 53.211 14.952 19.264 -0.008 0.012 -0.014
Si 55.887 1.398 19.242 0.007 0.002 -0.01
Si 42.229 4.061 19.158 -0.002 0.004 -0.014
Si 55.933 6.857 18.944 -0.024 0.037 -0.052
Si 42.124 9.597 19.217 0.019 -0.008 -0.019
Si 55.861 12.285 19.088 0.005 0.013 -0.002
Si 58.67 15.057 19.072 0.03 0.002 -0.031
Si 44.898 1.345 19.372 0.006 0.004 0.025
Si 47.653 4.156 19.344 0.037 0 -0.031
Si 44.889 6.863 19.279 0.011 0.007 -0.017
Si 47.605 9.527 19.387 -0.016 -0.003 -0.002
Si 44.867 12.312 19.215 0.006 -0.002 -0.024
Si 47.61 14.984 19.25 0.003 -0.017 -0.009
Si 49.112 16.381 20.384 0.025 0.016 0.036
Si 51.75 2.841 20.45 -0.036 0.01 0.043
Si 49.025 5.511 20.806 -0.041 0.014 0.052
Si 51.793 8.194 20.305 -0.015 0.034 0.04
Si 49.042 10.888 20.734 -0.028 -0.008 0.046
Si 51.745 13.591 20.565 0.01 0.019 0.025
Si 54.609 16.311 20.678 0.027 -0.004 0.017
Si 57.256 2.783 20.619 0.005 0.009 0.044
Si 54.659 5.461 20.279 0.025 -0.032 0.032
Si 57.148 8.261 20.411 -0.01 -0.012 0.059
Si 54.374 10.822 20.175 -0.015 0.01 0.036
Si 57.272 13.71 20.366 -0.014 0.009 0.04
Si 43.484 16.331 20.754 -0.022 -0.013 0.05
Si 46.287 2.741 20.692 0.018 0.019 0.046
Si 43.544 5.428 20.552 0.023 -0.033 0.07
Si 46.134 8.226 20.771 -0.007 0.081 0.033
Si 43.41 11.036 20.554 -0.009 0.031 0.085
Si 46.23 13.639 20.627 -0.034 0.013 0.053
Si 50.654 15.288 21.767 -0.273 -0.348 -0.581
Si 52.909 17.583 21.678 0.356 0.198 -0.622
Si 50.252 3.836 22.013 0.07 0.273 -0.67
Si 53.43 7.004 21.43 -0.085 0.033 -0.657
Si 50.727 9.607 21.823 -0.232 -0.051 -0.581
Si 52.882 11.859 21.625 -0.02 0.215 -0.689
Si 56.359 15.218 21.927 -0.378 -0.153 -0.684
Si 41.817 17.536 21.905 0.265 0.107 -0.725
Si 56.13 4.487 21.855 -0.176 -0.309 -0.651
Si 41.964 6.698 21.704 0.186 0.086 -0.632
Si 55.408 9.323 21.616 0.251 0.068 -0.711
Si 58.775 12.625 21.768 -0.131 -0.28 -0.687
Si 44.611 14.682 22.01 0.09 0.138 -0.738
Si 48.058 1.602 21.748 -0.141 0.133 -0.63
Si 45.102 4.342 21.967 -0.264 -0.286 -0.697
Si 47.306 6.654 22.079 0.396 0.264 -0.645
Si 44.963 9.999 21.921 -0.223 -0.52 -0.63
Si 47.373 12.074 21.97 0.393 0.296 -0.674
Si 41.271 3.097 24.146 -0.066 -0.042 -0.244
Si 54.664 16.95 26.794 -0.012 0.075 0.096
Si 51.002 8.504 29.039 0.032 -0.031 -0.069
Si 57.834 4.187 29.278 0.056 -0.094 0.025
Si 52.306 10.541 25.501 -0.054 0.165 -0.106
Si 60.26 14.406 30.863 0.04 -0.099 0.061
Si 42.712 7.354 24.608 0.028 -0.043 -0.016
Si 50.729 15.59 24.722 -0.053 -0.012 -0.06
Si 53.313 12.889 30.089 0.163 0.092 -0.017
Si 50.455 18.197 31.615 -0.044 -0.058 0.144
Si 46.671 16.051 23.926 -0.094 -0.108 -0.074
Si 52.061 2.007 27.216 -0.021 -0.111 -0.025
Si 55.771 7.372 26.267 0.025 -0.089 0.087
Si 60.732 8.691 30.905 -0.031 -0.014 0.023
Si 53.66 5.047 31.785 -0.037 0.064 0.075
Si 50.608 8.067 24.595 0.033 0.075 -0.259
Si 50.829 5.88 27.94 -0.08 0.067 0.133
Si 49.239 17.699 26.413 0.059 -0.031 0.091
Si 55.017 4.762 24.787 0.056 0.052 -0.074
Si 43.314 12.04 27.216 0.025 -0.124 -0.051
Si 57.262 12.556 26.84 0.031 0.06 0.024
Si 46.877 3.841 29.217 0.045 -0.053 -0.019
Si 55.891 7.337 31.725 -0.017 0.047 0.125
Si 52.145 5.421 23.869 0.02 -0.091 -0.022
Si 43.811 4.607 24.773 0.007 -0.018 -0.055
Si 50.516 12.865 26.024 0.153 -0.113 -0.074
Si 55.225 14.232 28.061 0.049 -0.041 0.046
Si 61.596 11.503 30.919 -0.053 0.065 0.2
Si 61.147 16.853 29.465 -0.056 -0.073 0.047
Si 48.63 4.331 26.564 -0.139 0.015 0.062
Si 59.056 2.08 31.254 0.067 0.012 0.171
Si 56.917 13.156 24.128 0.075 0.142 -0.173
Si 62.676 6.621 30.684 0.074 -0.031 0.063
Si 47.643 13.336 24.915 -0.063 0.042 -0.09
Si 56.723 2.82 26.632 -0.017 0.009 -0.029
Si 49.112 8.383 31.128 -0.038 0.035 0.183
Si 45.745 13.95 27.166 0.094 -0.066 -0.05
Si 57.677 13.811 29.406 -0.049 -0.014 -0.005
Si 51.899 3.83 29.614 -0.092 -0.055 0.168
Si 63.544 17.762 30.925 0.004 -0.016 0.191
Si 46.015 8.915 26.816 0.021 0.026 -0.012
Si 54.724 11.251 23.776 -0.033 -0.026 -0.105
Si 47.846 6.964 25.199 0.045 -0.067 -0.134
Si 55.993 6.48 29.066 0.1 0.082 -0.149
Si 60.176 6.379 29.214 -0.036 0.084 0.103
Si 55.891 12.776 31.678 0.011 0.08 0.05
Si 51.648 11.22 28.183 -0.03 0.064 -0.069
Si 44.595 3.135 27.46 -0.004 0.048 -0.064
Si 44.894 8.597 30.7 -0.008 -0.077 0.146
Si 60.296 8.155 26.758 -0.055 0.045 -0.017
Si 50.951 13.029 31.767 -0.038 0.047 0.083
Si 53.393 7.188 27.93 0.021 0.093 -0.019
Si 40.629 9.689 27.031 -0.028 0.102 -0.028
Si 53.011 17.636 24.616 -0.069 0.061 -0.037
Si 50.223 14.948 5.648 -0.004 -0.009 -0.004
Si 52.917 1.377 5.662 0.005 0.015 0.012
Si 50.247 4.055 5.694 0.001 -0.017 0.017
Si 52.936 6.794 5.609 -0.015 -0.012 0.005
Si 50.215 9.54 5.66 0.002 -0.004 0.005
Si 52.946 12.255 5.564 0.014 -0.019 0.008
Si 55.678 14.935 5.514 0.014 -0.019 -0.004
Si 58.369 1.343 5.481 -0.006 0.007 0.014
Si 55.638 4.094 5.587 -0.002 -0.007 0.02
Si 42.146 6.779 5.706 0.002 0.009 0.006
Si 55.647 9.526 5.497 0.01 0.003 -0.006
Si 42.189 12.204 5.721 0.006 0.001 0.008
Si 44.884 14.924 5.698 0.02 0.007 0
Si 47.536 1.347 5.698 0.017 0 0.005
Si 44.853 4.033 5.722 0.001 -0.001 0.002
Si 47.527 6.801 5.707 -0.016 0.005 0.001
Si 44.843 9.485 5.724 0.002 0.004 0.009
Si 47.554 12.241 5.707 -0.005 -0.014 0.012
Si 51.583 16.314 7.004 -0.007 0.008 -0.001
Si 54.313 2.735 6.97 0.001 0.007 0.005
Si 51.607 5.448 7.006 0 0.001 -0.005
Si 54.333 8.167 6.912 0.006 0.002 -0.009
Si 51.622 10.893 6.97 -0.002 0 -0.011
Si 54.326 13.602 6.912 -0.003 -0.003 -0.007
Si 57.043 16.303 6.865 0.004 0.007 -0.005
Si 43.506 2.703 7.105 0 -0.005 0.001
Si 40.798 5.412 7.058 0.002 -0.012 -0.011
Si 43.489 8.135 7.078 -0.003 0.001 -0.008
Si 40.818 10.844 7.059 -0.001 -0.007 -0.001
Si 43.53 13.578 7.071 0.002 -0.017 -0.005
Si 46.206 16.301 7.067 -0.002 0.005 -0.009
Si 48.907 2.692 7.052 0.001 -0.002 -0.001
Si 46.194 5.423 7.067 -0.004 0 -0.006
Si 48.893 8.17 7.041 -0.004 0.013 -0.002
Si 46.202 10.868 7.056 0.004 0.001 -0.001
Si 48.911 13.599 7.05 0.004 0.007 -0.005
Si 50.264 1.342 8.401 -0.009 -0.01 0.004
Si 52.981 4.093 8.345 -0.003 -0.009 -0.005
Si 50.269 6.81 8.375 0.018 -0.001 -0.001
Si 52.994 9.523 8.302 0 -0.004 -0.001
Si 50.289 12.239 8.372 0.001 0.007 -0.001
Si 52.99 14.957 8.307 0.005 0.01 -0.01
Si 55.712 1.354 8.254 -0.006 0.003 -0.002
Si 42.148 4.072 8.44 0.008 0.016 0.003
Si 55.71 6.818 8.26 0.007 -0.001 -0.005
Si 42.153 9.498 8.436 0.006 0.004 0
Si 55.698 12.235 8.247 0.002 -0.013 -0.004
Si 42.169 14.932 8.433 -0.003 0.002 -0.004
Si 44.863 1.336 8.442 -0.005 -0.009 -0.003
Si 47.567 4.069 8.409 0.014 0.005 -0.009
Si 44.846 6.78 8.431 -0.009 -0.001 -0.002
Si 47.558 9.522 8.416 -0.008 -0.009 0
Si 44.87 12.225 8.435 0.004 -0.001 0
Si 47.571 14.956 8.421 0.005 0.001 0.004
Si 48.925 16.314 9.777 0.004 0.005 0.004
Si 51.643 2.724 9.712 0.002 0.009 -0.002
Si 48.93 5.439 9.744 -0.007 0.002 -0.002
Si 51.651 8.175 9.696 -0.003 0 -0.002
Si 48.932 10.891 9.747 0.004 -0.006 -0.005
Si 51.654 13.609 9.706 0.004 -0.008 -0.007
Si 54.366 16.324 9.636 -0.007 0 -0.003
Si 40.789 2.706 9.784 0.001 -0.005 -0.001
Si 54.372 5.462 9.651 -0.005 0.004 -0.002
Si 40.789 8.132 9.774 -0.003 0.009 -0.005
Si 54.364 10.886 9.644 0.004 0.005 -0.001
Si 40.798 13.573 9.768 0.004 -0.006 -0.005
Si 43.511 16.302 9.799 0.003 0.005 0
Si 46.223 2.709 9.783 -0.004 -0.002 -0.006
Si 43.499 5.431 9.8 -0.005 0 -0.001
Si 46.208 8.155 9.77 -0.002 0.009 -0.005
Si 43.506 10.867 9.784 -0.01 -0.007 -0.001
Si 46.222 13.597 9.783 0.001 0.002 -0.003
Si 50.307 14.955 11.1 0.005 0.006 0.005
Si 53.028 1.357 11.026 0.002 0.002 -0.006
Si 50.3 4.08 11.086 0.006 -0.01 -0.005
Si 53.025 6.812 11.034 0.005 0.002 -0.003
Si 50.304 9.529 11.076 0.003 -0.002 -0.004
Si 53.029 12.245 11.033 0 -0.007 0.001
Si 55.751 14.964 10.958 -0.002 0.003 -0.003
Si 42.149 1.351 11.14 -0.006 0.003 0.001
Si 39.429 4.066 11.136 0.001 0.007 0.003
Si 42.142 6.79 11.154 -0.001 0.006 0.002
Si 39.437 9.501 11.12 -0.004 -0.009 0.002
Si 42.153 12.23 11.137 0.004 -0.004 -0.001
Si 44.876 14.955 11.156 -0.002 -0.012 0.005
Si 47.583 1.358 11.145 0.011 -0.004 0.007
Si 44.867 4.071 11.141 -0.006 0.01 0.001
Si 47.579 6.797 11.108 -0.001 -0.004 -0.003
Si 44.862 9.514 11.138 0 -0.003 -0.004
Si 47.586 12.245 11.13 -0.001 0.006 0.002
Si 51.681 16.335 12.42 0.002 0.004 -0.003
Si 54.415 2.722 12.339 -0.012 -0.004 -0.001
Si 51.676 5.45 12.408 -0.004 -0.001 -0.002
Si 54.396 8.18 12.367 -0.01 -0.003 -0.002
Si 51.671 10.9 12.412 0.003 0.002 -0.007
Si 54.41 13.619 12.353 0.004 0.002 -0.005
Si 57.14 16.335 12.271 0.001 0.005 -0.004
Si 43.506 2.717 12.498 0.004 -0.005 -0.004
Si 40.785 5.425 12.51 0 0 0.001
Si 43.51 8.157 12.501 -0.006 0.008 -0.004
Si 40.792 10.87 12.483 0.003 0.004 -0.003
Si 43.507 13.595 12.499 -0.006 -0.001 -0.001
Si 46.233 16.32 12.517 -0.006 0.007 0.003
Si 48.963 2.724 12.474 -0.001 0.016 0.002
Si 46.234 5.44 12.481 0.002 0.005 0.001
Si 48.943 8.173 12.438 0.003 0.002 -0.001
Si 46.214 10.89 12.484 -0.007 -0.018 -0.005
Si 48.946 13.612 12.48 0.004 -0.006 0.003
Si 50.33 1.355 13.817 0.012 0 0
Si 53.05 4.057 13.717 0.015 0.008 -0.002
Si 50.319 6.817 13.77 -0.001 -0.002 -0.003
Si 53.045 9.543 13.746 -0.007 0.001 0
Si 50.321 12.244 13.802 0.012 -0.013 0.009
Si 53.071 14.979 13.737 -0.001 -0.001 0.001
Si 55.813 1.372 13.664 0.002 -0.018 -0.005
Si 42.154 4.07 13.87 -0.004 0.006 0.007
Si 55.779 6.8 13.677 -0.006 -0.002 0.006
Si 42.165 9.535 13.851 0.004 -0.008 0.001
Si 55.792 12.275 13.693 0 -0.004 0.009
Si 58.507 14.976 13.616 0 0.006 0.001
Si 44.867 1.371 13.86 -0.011 0.009 0.004
Si 47.61 4.093 13.83 0.003 -0.011 -0.001
Si 44.877 6.793 13.849 0.01 -0.008 0
Si 47.579 9.521 13.81 -0.002 0.01 -0.005
Si 44.868 12.252 13.866 -0.005 -0.001 0
Si 47.604 14.967 13.876 -0.002 0.004 0.014
Si 48.983 16.336 15.225 0 0.003 0.002
Si 51.72 2.718 15.137 0.006 -0.007 0.005
Si 48.975 5.476 15.16 0.002 0.008 -0.001
Si 51.672 8.191 15.11 -0.003 0.002 0.001
Si 48.933 10.888 15.15 -0.004 -0.006 0.003
Si 51.699 13.64 15.108 -0.001 0.001 0.014
Si 54.482 16.335 15.05 0.002 0.018 0
Si 57.182 2.741 15.003 0.013 0.005 0.005
Si 54.424 5.415 15.037 -0.023 -0.001 -0.001
Si 57.179 8.176 14.975 0.001 0.011 0.009
Si 54.426 10.927 15.057 -0.012 0.007 -0.009
Si 57.176 13.642 15.032 -0.007 0.01 -0.004
Si 43.492 16.328 15.2 -0.003 0.002 0.005
Si 46.255 2.735 15.192 -0.004 0.014 0.005
Si 43.536 5.43 15.222 0.002 0.004 0.004
Si 46.233 8.17 15.194 -0.001 0.003 -0.006
Si 43.507 10.904 15.236 -0.003 -0.008 -0.002
Si 46.222 13.614 15.235 -0.009 -0.005 -0.002
O 67.87 16.335 21.894 -0.268 0.196 0.368
O 67.247 9.023 23.289 0.026 -0.322 0.067
O 8.276 12.301 32.215 0.089 -0.165 -0.269
O 63.9 7.036 23.206 0.1 0.288 0.254
O 71.738 8.837 32.174 0.326 0.442 -0.37
O 67.856 12.126 32.268 0.08 0.347 -0.09
O 71.218 13.508 32.192 -0.279 -0.219 -0.18
O 6.762 16.65 27.013 -0.82 -0.086 0.16
O 57.406 16.416 22.302 -0.02 -0.119 0.512
O 57.313 5.567 22.156 -0.077 0.133 0.282
O 67.053 12.532 27.059 0.239 0.635 0.027
O 62.698 5.36 21.77 0.006 -0.071 0.099
O 68.44 4.111 28.02 -0.104 -0.378 -0.273
O 60.866 9.104 23.048 0.277 0.169 0.452
O 61.923 15.086 23.223 0.216 0.472 0.156
O 9.946 10.448 33.063 0.012 0.025 -0.347
O 15.375 16.023 32.966 -0.14 0.124 -0.229
O 64.35 11.997 23.273 0.375 0.179 0.163
O 6.269 3.912 23.051 -0.055 -0.225 0.082
O 7.935 9.258 28.372 -0.157 0.169 -0.18
O 10.003 4.966 32.802 0.202 0.163 -0.304
O 7.134 12.558 29.892 -0.549 -0.456 -0.144
O 56.474 14.797 28.944 0.013 0.489 0.2
O 62.489 17.414 25.654 0.19 0.057 0.327
O 16.858 9.64 32.008 0.079 0.419 -0.101
O 68.552 5.655 32.395 -0.272 -0.252 -0.359
O 69.829 15.654 33.013 0.093 -0.113 -0.402
O 63.119 7.801 25.57 -0.198 -0.101 0.251
O 11.09 7.807 24.821 0.398 -0.207 0.562
O 13.91 18.151 32.359 0.456 0.329 -0.008
O 65.913 3.644 27.408 -0.327 0.041 0.264
O 72.395 2.214 33.06 -0.033 -0.144 -0.367
O 6.705 14.061 22.628 0.463 -0.383 0.272
O 9.012 11.924 22.665 -0.34 0.01 0.082
O 6.886 7.098 27.261 -0.25 -0.008 0.175
O 7.842 2.514 27.835 0.467 0.273 0.306
O 5.572 8.174 21.954 -0.118 0.023 0.535
O 61.523 5.784 29.905 0.041 -0.65 -0.157
O 11.547 8.721 31.991 0.33 -0.563 -0.183
O 65.833 4.942 31.316 -0.012 0.186 0.207
O 71.056 4.028 28.148 0.021 0.1 0.144
O 67.922 16.891 29.407 0.433 -0.283 -0.12
O 65.843 14.679 22.585 -0.53 -0.063 -0.168
O 14.342 5.848 31.562 -0.299 -0.002 -0.401
O 69.871 17.502 22.948 0.325 0.525 0.197
O 8.848 17.012 31.982 0.568 0.133 -0.326
O 14.624 2.946 25.118 0.398 0.303 -0.168
O 66.541 13.482 24.722 0.62 0.01 -0.022
O 64.155 14.828 24.659 0.105 0.337 0.336
O 70.583 8.955 27.817 -0.283 -0.165 0.287
O 12.725 13.137 33.091 -0.039 0.056 -0.395
O 69.768 10.398 33.033 0.121 -0.109 -0.232
O 68.472 17.537 31.92 0.07 -0.054 -0.229
O 69.072 10.982 27.64 0.367 0.219 0.183
O 70.002 12.364 22.817 -0.082 -0.489 0.394
O 68.73 9.126 25.713 0.204 -0.314 -0.085
O 8.672 7.022 25.384 -0.053 0.401 0.276
O 64.092 6.373 29.97 -0.138 -0.121 -0.555
O 60.764 4.182 22.897 -0.735 0.108 0.211
O 67.654 4.09 22.703 0.352 -0.325 0.223
O 59.992 13.625 22.214 0.098 0.001 0.497
O 10.022 9.804 30.074 -0.321 0.242 0.314
O 67.139 9.933 31.035 0.743 -0.342 0.115
O 12.498 10.765 30.636 -0.221 0.444 -0.108
O 59.897 17.108 25.576 -0.532 -0.339 0.214
O 68.159 10.932 21.888 0.005 0.092 0.347
O 64.68 12.101 25.846 -0.031 0.271 0.499
O 61.667 15.064 25.843 -0.204 -0.213 0.35
O 14.528 11.564 32.082 0.68 0.033 -0.202
O 18.394 7.651 32.931 0.067 -0.116 -0.461
O 10.776 14.66 32.293 -0.444 -0.185 0.093
O 15.226 17.665 28.342 -0.229 -0.574 -0.096
O 69.128 16.568 25.323 0.21 0.38 0.649
O 67.286 1.799 26.138 0.522 0.418 -0.252
O 6.387 5.79 24.965 -0.25 0.33 -0.186
O 65.488 2.75 22.08 0.013 0.198 0.257
O 64.843 5.907 25.327 0.106 -0.658 0.388
O 63.924 17.392 23.276 -0.032 -0.461 0.139
O 10.003 15.752 30.058 0.17 0.11 -0.77
O 17.995 2.509 32.934 -0.071 0.104 -0.376
O 60.357 3.365 25.214 -0.009 0.24 0.44
O 64.117 9.531 27.253 0.179 -0.14 0.059
O 67.19 6.16 24.078 -0.062 -0.045 -0.306
O 5.826 13.179 25.007 0.045 0.197 0.308
O 58.955 7.353 22.998 -0.161 -0.341 0.18
O 62.555 10.792 22.025 0.001 -0.069 0.216
O 69.68 5.102 30.092 -0.255 0.343 -0.083
O 69.3 6.234 22.682 0.279 -0.129 0.108
O 65.427 11.912 31.085 -0.154 0.168 0.354
O 66.31 8.155 25.514 -0.584 0.291 0.2
O 40.116 6.629 30.085 0 0.205 -0.341
O 59.117 1.86 23.309 0.11 -0.076 0.173
O 66.519 16.07 24.705 -0.055 0.257 -0.318
O 66.811 10.816 25.081 -0.057 -0.08 -0.05
O 8.245 6.849 31.938 0.325 0.031 -0.334
O 70.509 3.867 32.276 -0.343 -0.341 -0.129
O 64.86 11.762 28.56 0.19 0.502 -0.671
O 7.84 11.492 24.945 0.395 -0.048 0.064
O 70.995 6.394 31.966 0.18 -0.049 0.444
O 30.584 16.826 31.636 -0.536 0.191 -0.198
O 62.186 5.515 24.774 -0.072 0.085 0.07
O 7.3 9.943 22.837 -0.217 0.209 0.17
O 65.867 14.575 31.968 0.647 -0.401 -0.213
O 10.461 2.691 24.95 -0.074 0.185 0.346
O 6.624 7.629 29.838 -0.113 -0.268 -0.042
O 16.539 5.405 29.912 0.424 0.116 0.279
O 12.186 8.517 29.425 0.281 -0.486 0.238
O 13.079 2.117 29.826 -0.195 -0.148 -0.342
O 15.944 4.525 32.982 0.172 -0.167 -0.398
O 49.181 17.391 31.009 0.139 -0.456 -0.133
O 35.11 5.145 29.201 -0.327 -0.304 0.531
O 64.779 2.121 25.63 0.05 0.24 -0.076
O 22.552 14.74 23.183 -0.429 -0.088 -0.022
O 70.832 10.614 25.746 0.072 -0.314 -0.369
O 65.658 17.368 27.996 -0.587 -0.064 0.434
O 19.607 17.121 31.75 -0.189 0.078 -0.645
O 6.28 16.124 24.484 0.117 -0.318 -0.003
O 67.643 12.056 29.598 0.242 0.437 0.068
O 60.284 7.675 25.205 0.388 -0.709 -0.176
O 11.949 16.788 31.457 0.1 0.085 0.33
O 47.624 14.927 24.601 0.565 0.13 -0.131
O 64.86 9.387 29.751 -0.339 -0.143 0.025
O 64.452 2.764 30.75 -0.215 0.245 -0.374
O 66.366 7.466 30.707 0.738 0.002 0.101
O 7.885 14.733 31.178 0.036 0.159 0.151
O 57.836 2.444 25.516 -0.058 -0.033 -0.274
O 11.743 3.664 22.817 -0.243 -0.247 0.14
O 69.413 4.498 24.562 -0.371 -0.402 0.59
O 38.674 17.42 24.983 -0.003 0.156 -0.089
O 11.654 3.089 31.873 -0.26 -0.104 -0.333
O 19.034 16.485 22.066 0.283 -0.264 0.352
O 17.091 9.083 22.811 -0.077 0.367 0.429
O 24.79 12 32.219 -0.466 -0.16 -0.282
O 15.118 7.332 22.832 -0.1 0.173 0.243
O 23.219 8.867 32.364 0.481 0.399 -0.199
O 20.412 14.734 30.703 0.023 -0.031 -0.114
O 23.091 13.932 32.016 -0.286 0.044 -0.255
O 25.192 2.019 26.337 -0.067 0.024 -0.001
O 8.142 16.143 21.88 -0.063 -0.09 0.571
O 8.12 5.384 21.916 0.29 0.127 0.06
O 17.008 9.359 26.935 -0.052 0.262 -0.097
O 13.494 5.461 22.002 -0.109 0.111 0.307
O 47.884 17.083 27.093 0.063 -0.187 0.503
O 11.712 9.042 22.651 -0.295 -0.669 0.096
O 12.486 15.472 22.899 0.267 0.373 0.096
O 26.479 10.324 33.193 -0.077 -0.055 -0.172
O 32.264 15.546 33.061 0.236 0.13 -0.266
O 15.301 11.954 23.259 0.429 0.137 -0.005
O 21.229 4.025 24.88 -0.403 0.319 -0.022
O 21.553 11.418 27.456 -0.134 0.22 -0.215
O 26.524 5.033 33.234 0.144 0.041 -0.399
O 26.612 11.542 28.969 -0.134 -0.406 -0.471
O 9.624 9.826 24.101 -0.09 -0.245 0.181
O 13.118 17.073 24.965 -0.234 0.23 0.504
O 33.285 9.638 32.5 0.212 0.512 -0.41
O 19.915 5.614 32.242 -0.424 -0.097 -0.429
O 51.033 4.32 23.386 -0.099 -0.344 0.683
O 12.051 10.339 24.9 -0.04 0.239 -0.099
O 25.212 3.883 28.035 0.536 0.159 0.013
O 27.103 16.883 27.68 0.088 0.238 -0.061
O 59.738 7.716 30.06 -0.762 0.095 -0.172
O 17.574 9.2 29.498 0.338 -0.297 0.228
O 23.717 2.31 33.08 0.068 -0.191 -0.47
O 56.568 8.65 25.719 -0.204 0.077 -0.392
O 25.111 12.054 22.995 -0.407 0.271 0.369
O 25.869 9.201 27.314 -0.028 0.625 0.304
O 23.342 2.643 29.492 0.058 -0.1 0.186
O 28.654 5.332 25.745 0.293 -0.27 0.179
O 21.618 8.152 22.261 -0.016 -0.079 0.182
O 14.262 6.451 28.977 -0.365 -0.041 0.043
O 27.867 8.506 32.118 0.246 -0.277 -0.031
O 12.301 14.465 30.168 -0.135 -0.343 0.013
O 16.868 4.617 27.346 -0.363 0.405 -0.24
O 21.872 4.494 27.481 0.471 -0.081 0.15
O 21.473 8.908 26.463 0.004 -0.023 -0.284
O 16.986 15.297 23.043 -0.265 -0.211 0.109
O 54.498 12.277 31.018 -0.138 -0.479 0.224
O 30.055 6.209 32.207 -0.279 -0.063 -0.096
O 20.611 2.06 23.037 -0.283 0.195 0.372
O 25.777 17.551 32.036 0.125 -0.61 -0.127
O 27.708 3.076 32.11 0.529 0.006 -0.143
O 42.967 4.686 33.294 -0.206 0.067 -0.189
O 19.344 4.581 27.696 -0.21 0.308 0.095
O 14.089 11.842 25.659 0.153 0.573 0.417
O 23.939 8.178 25.768 0.188 -0.002 -0.421
O 29.474 13.002 33.123 0.199 0.041 -0.258
O 21.232 10.401 33.02 -0.075 -0.113 -0.272
O 39.704 14.199 32.055 0.016 0.318 -0.355
O 18.884 13.099 24.472 -0.032 0.368 -0.289
O 20.765 12.166 22.947 0.467 0.182 0.118
O 61.343 15.409 30.195 0.326 -0.23 0.09
O 23.787 5.292 29.613 -0.584 0.094 0.357
O 44.408 2.415 32.805 0.373 0.022 -0.12
O 56.325 7.614 30.187 0.423 0.632 -0.126
O 18.262 2.853 25.941 -0.314 0.008 -0.625
O 18.381 4.138 22.862 0.133 -0.449 0.325
O 27.865 7.372 27.321 0.048 -0.024 0.135
O 10.853 13.607 21.962 0.004 -0.033 0.582
O 26.92 8.522 29.571 -0.54 0.128 0.092
O 14.893 3.803 29.007 -0.196 0.493 0.293
O 29.124 12.527 28.919 -0.075 -0.164 -0.295
O 10.69 16.326 24.66 -0.395 -0.412 0.332
O 18.833 10.821 21.977 0.109 0.191 0.466
O 47.458 13.841 30.994 0.212 0.275 0.236
O 43.972 16.672 30.903 0.362 0.243 -0.715
O 31.149 11.171 32.211 -0.269 0.108 -0.309
O 34.753 7.543 33.176 -0.118 0.081 -0.538
O 28.086 15.082 32.329 0.388 0.514 -0.312
O 30.988 8.521 32.046 0.081 -0.122 0.625
O 20.173 17.469 26.451 0.065 0.174 0.082
O 37.223 5.152 27.619 0.333 0.013 -0.059
O 24.766 13.278 29.922 0.006 0.431 -0.228
O 21.779 16.928 30.212 0.49 -0.25 -0.117
O 16.36 2.746 21.988 -0.189 0.114 0.361
O 46.624 13.933 28.52 0.306 -0.425 -0.009
O 14.38 17.751 22.864 -0.487 -0.086 0.089
O 27.172 18.101 29.91 0.037 0.308 -0.298
O 27.506 12.988 30.914 0.112 -0.222 0.201
O 28.449 10.491 30.472 0.504 0.089 0.067
O 33.99 3.148 32.319 0.232 0.313 -0.432
O 14.233 5.268 26.627 0.24 0.15 -0.285
O 12.94 9.948 27.292 0.52 0.016 0.17
O 14.924 7.823 26.861 -0.067 0.302 0.086
O 21.49 13.208 25.114 0.037 -0.188 0.397
O 10.22 5.246 24.299 -0.193 -0.228 0.095
O 17.584 6.501 22.955 0.056 -0.193 -0.415
O 13.493 10.766 21.928 -0.055 -0.051 0.175
O 20.826 5.107 29.858 -0.044 0.318 -0.109
O 21.925 15.635 25.664 -0.035 -0.038 0.375
O 25.498 13.274 27.397 0.607 -0.025 -0.331
O 20.08 6.196 23.144 0.288 -0.236 0.594
O 46.941 9.741 27.855 0.516 0.326 -0.207
O 12.562 14.506 25.3 0.241 -0.304 -0.148
O 41.962 4.779 29.462 0.403 0.333 0.118
O 55.59 3.776 25.948 -0.219 0.151 -0.051
O 22.855 7.188 27.945 -0.208 -0.085 0.232
O 53.261 17.279 27.567 -0.093 -0.337 0.55
O 16.732 11.917 25.439 0.383 -0.306 0.023
O 24.735 6.704 32.333 0.075 -0.071 -0.409
O 22.028 4.041 32.029 0.146 -0.369 -0.244
O 18.461 13.267 26.993 0.611 0.333 0.006
O 38.8 15.139 23.578 -0.178 -0.617 0.196
O 22.179 6.629 31.584 -0.101 0.118 -0.145
O 14.825 15.023 29.971 -0.276 0.291 -0.048
O 66.662 10.095 27.979 0.188 -0.425 -0.262
O 23.189 10.152 23.005 -0.491 0.124 0.214
O 16.888 14.475 31.677 0.418 -0.447 -0.281
O 67.452 15.672 27.129 0.078 -0.53 -0.025
O 24.017 7.845 30.125 0.259 0.626 -0.169
O 17.739 17.146 27.528 -0.093 -0.309 -0.07
O 29.332 7.946 30.138 0.185 -0.003 -0.735
O 21.834 12.616 29.799 0.173 -0.047 0.117
O 32.081 4.792 33.103 0.111 -0.091 -0.436
O 8.364 17.476 25.01 0.005 0.643 0.014
O 26.625 16.593 25.179 -0.146 -0.77 -0.245
O 7.969 4.84 26.807 0.71 -0.033 0.135
O 12.459 7.285 27.225 -0.437 -0.387 -0.248
O 41.678 11.769 23.394 0.214 0.097 0.423
O 30.21 6.277 27.673 -0.041 -0.318 0.371
O 47.898 4.104 27.988 0.063 -0.079 0.188
O 22.413 17.365 27.645 0.418 -0.237 -0.011
O 20.194 10.929 25.306 -0.167 -0.401 -0.155
O 30.644 10.147 24.674 -0.245 0.158 0.033
O 27.171 15.429 29.857 -0.214 -0.191 -0.166
O 18.252 16.676 24.97 0.419 -0.055 -0.238
O 15.305 9.761 24.963 -0.165 -0.224 -0.31
O 45.799 7.3 30.326 -0.193 -0.175 -0.527
O 15.788 7.733 30.707 0.163 0.09 0.314
O 25.634 14.534 31.908 0.066 0.506 0.185
O 10.457 9.224 27.574 -0.234 0.032 -0.347
O 25.48 6.782 28.217 0.08 -0.478 -0.346
O 18.511 5.339 25.241 0.229 0.445 0.308
O 29.322 16.857 29.255 0.291 0.197 -0.26
O 40.576 12.664 29.964 -0.313 -0.384 -0.021
O 35.13 16.098 22.005 0.199 0.002 -0.115
O 33.554 8.692 22.911 -0.414 -0.174 -0.052
O 41.501 12.347 32.363 0.214 0.077 -0.141
O 30.935 7.813 23.202 0.132 0.135 0.026
O 39.494 8.481 32.117 0.027 0.29 -0.32
O 35.841 11.954 32.061 0.112 -0.18 -0.424
O 29.804 7.77 25.561 -0.14 0.091 0.075
O 60.08 2.916 32.23 0.654 -0.014 -0.363
O 24.404 16.388 22.292 0.119 0.062 0.553
O 24.387 5.347 22.151 -0.067 -0.175 0.443
O 33.136 10.666 28.074 0.053 -0.082 -0.506
O 29.747 5.645 22.3 -0.061 -0.042 0.424
O 32.665 5.566 28.04 -0.382 -0.586 -0.214
O 28.156 8.892 22.934 0.26 -0.299 0.355
O 29.392 14.899 22.76 0.247 -0.449 -0.124
O 42.937 10.327 33.244 -0.168 -0.092 -0.527
O 48.352 15.699 33.45 0.094 -0.103 -0.269
O 31.502 12.19 23.136 0.154 0.424 0.271
O 39.936 3.564 23.317 -0.283 -0.371 0.417
O 36.658 7.257 29.075 0.424 0.347 0.323
O 9.109 11.522 28.34 0.588 0.113 0.075
O 40.031 10.767 28.089 -0.282 -0.281 0.402
O 26.487 8.435 24.993 0.426 -0.476 0.473
O 36.813 14.481 28.028 -0.06 -0.343 -0.188
O 49.092 9.139 32.56 -0.188 0.538 -0.157
O 36.269 5.579 32.42 -0.269 -0.277 -0.464
O 37.632 15.702 33.053 0.074 0.209 -0.301
O 17.038 14.041 29.087 -0.164 -0.119 -0.099
O 43.722 10.884 28.293 0.466 0.304 0.32
O 39.192 13.239 27.903 -0.01 0.202 0.166
O 46.886 17.476 32.296 -0.183 0.033 -0.057
O 35.37 1.826 25.873 0.233 0.335 -0.316
O 40.096 2.142 33.315 -0.308 -0.101 -0.471
O 53.226 1.928 23.145 0.405 0.267 0.245
O 45.391 3.968 28.593 -0.326 0.301 0.46
O 41.987 9.065 27.68 -0.206 -0.169 0.138
O 46.96 16.155 30.01 -0.101 0.086 -0.293
O 30.447 14.306 27.47 -0.195 0.431 0.042
O 38.07 8.115 22.346 0.107 0.081 0.252
O 35.504 17.275 32.582 -0.31 -0.019 -0.166
O 44.602 8.592 32.279 0.251 -0.146 -0.059
O 48.954 12.794 25.664 -0.3 -0.424 0.332
O 36.315 2.37 28.166 0.434 0.271 -0.178
O 38.281 3.579 25.774 -0.134 0.038 -0.323
O 36.204 9.12 27.251 0.533 0.311 0.344
O 33.197 14.541 22.965 -0.558 -0.086 0.153
O 22.344 1.725 25.013 0.356 -0.185 -0.013
O 46.308 6.239 32.607 -0.651 0.239 0.021
O 62.381 12.888 24.705 -0.695 -0.183 0.046
O 42.165 17.325 32.467 -0.304 -0.566 -0.311
O 41.006 2.26 29.434 0.02 -0.641 0.332
O 35.13 11.268 26.103 0.099 0.251 0.127
O 35.966 2.607 30.683 0.129 0.564 0.1
O 28.555 17.185 23.501 0.076 0.141 -0.427
O 47.879 5.373 25.568 -0.519 -0.152 -0.006
O 45.608 13.028 33.357 -0.104 -0.017 -0.317
O 37.587 10.205 32.945 -0.123 -0.088 -0.238
O 59.852 17.564 30.126 -0.416 0.063 -0.291
O 34.143 12.229 30.031 -0.216 -0.541 0.114
O 36.842 12.419 23.418 -0.015 0.312 0.091
O 34.83 6.783 27.249 -0.198 -0.08 -0.286
O 40.749 6.214 27.576 0.238 -0.167 0.094
O 31.487 6.631 30.062 0.507 -0.467 0.084
O 27.789 4.424 23.383 -0.304 -0.123 0.2
O 35.936 14.095 30.477 0.607 0.145 0
O 34.567 4.278 23.291 0.043 -0.095 0.486
O 44.642 8.496 27.577 -0.052 -0.659 0.241
O 27.149 13.547 22.215 0.096 0.089 0.523
O 62.832 3.178 24.171 0.491 0.081 -0.342
O 47.582 11.612 32.342 0.303 -0.541 -0.223
O 49.718 12.432 30.91 0.155 -0.16 -0.659
O 26.192 4.48 25.629 -0.256 0.352 -0.062
O 35.16 10.753 22.344 -0.133 0.119 0.251
O 32.682 11.683 25.396 0.028 -0.51 0.289
O 30.304 12.785 25.357 -0.507 -0.341 -0.1
O 34.426 15.558 28.878 -0.344 -0.505 -0.408
O 50.87 7.506 33.47 0.212 0.016 -0.272
O 43.808 14.859 32.769 -0.467 0.188 0.232
O 47.159 2.421 29.936 0.027 0.093 0.136
O 34.485 13.621 25.053 0.657 -0.115 -0.081
O 36.612 15.874 24.951 -0.241 -0.432 0.004
O 38.388 2.174 29.883 -0.013 -0.07 0.355
O 39.634 8.442 26.772 -0.511 0.033 0.034
O 32.626 2.632 22.455 0.07 -0.015 0.535
O 56.239 14.412 23.353 -0.318 0.171 0.112
O 31.077 16.938 23.263 0.132 0.111 0.236
O 43.196 2.825 30.666 0.341 0.394 0.016
O 50.19 7.351 28.215 -0.701 -0.06 -0.398
O 47.595 11.613 29.655 0.147 0.196 -0.658
O 49.962 3.031 32.624 -0.108 0.175 -0.046
O 23.709 4.222 25.797 0.078 -0.158 -0.345
O 32.009 8.199 28.062 -0.089 0.137 -0.591
O 52.244 2.337 25.627 -0.335 0.439 -0.19
O 39.244 12.026 24.344 -0.098 0.335 -0.192
O 25.658 9.534 22.795 -0.017 0.054 -0.362
O 34.085 6.523 24.446 -0.275 -0.382 0.095
O 29.734 10.768 22.021 0.059 -0.019 0.164
O 37.532 5.011 30.244 0.364 -0.326 -0.338
O 66.108 2.843 32.805 0.168 -0.295 0.03
O 36.153 6.389 22.923 -0.24 0.126 0.024
O 43.107 2.866 28.009 -0.428 -0.181 -0.262
O 29.796 15.502 25.215 -0.36 0.137 0.443
O 32.433 8.35 25.238 0.171 -0.158 0.719
O 36.076 1.58 23.422 -0.065 0.677 0.117
O 67.18 5.841 26.553 0.518 0.197 -0.037
O 61.058 16.688 27.863 -0.057 -0.255 -0.054
O 35.09 8.892 24.957 0.235 0.031 -0.266
O 41.372 6.598 32.374 0.098 0.032 -0.203
O 38.097 3.624 32.483 -0.32 -0.403 -0.433
O 33.768 13.022 27.477 0.041 0.519 0.119
O 16.969 16.531 29.964 0.17 0.346 0.201
O 38.828 6.038 32.289 -0.156 0.109 0.592
O 30.297 14.61 30.098 0.075 -0.366 0.558
O 39.227 1.873 27.504 -0.077 -0.707 0.272
O 39.958 9.767 23.204 0.052 -0.363 0.332
O 33.955 13.758 32.203 -0.162 0.042 -0.16
O 44.487 3.923 26.061 0.25 -0.003 0.074
O 48.856 2.876 25.886 0.035 0.003 -0.572
O 24.847 10.499 25.114 -0.033 0.581 0.243
O 45.77 9.885 30.264 -0.245 0.415 0.305
O 49.141 2.67 22.403 0.155 -0.01 0.395
O 48.249 4.771 33.477 0.012 0.151 -0.359
O 26.207 1.866 23.121 -0.098 0.447 0.169
O 40.883 10.414 25.594 0.467 -0.215 0.031
O 34.11 16.287 24.657 -0.503 0.305 0.249
O 14.085 12.544 29.633 0.42 -0.267 -0.534
O 43.836 6.221 24.943 0.44 0.147 0.169
O 33.772 17.958 28.032 -0.402 -0.016 -0.326
O 46.415 13.109 25.949 -0.189 -0.348 -0.088
O 44.902 14.391 30.39 -0.122 -0.547 -0.334
O 37.305 10.405 25.138 0.377 -0.477 0.01
O 34.457 3.987 26.998 -0.225 0.023 -0.389
O 34.375 8.608 29.118 -0.015 -0.237 0.461
O 32.177 14.664 25.442 0.004 -0.016 0.086
O 32.161 9.78 30.167 -0.249 0.058 -0.115
O 31.907 16.486 29.26 -0.146 0.086 -0.248
O 43.212 8.759 25.204 -0.034 -0.002 0.169
O 33.796 17.452 30.646 -0.112 -0.242 0.113
O 58.191 17.39 32.212 0.116 -0.683 -0.212
O 39.562 4.265 28.741 -0.341 0.156 -0.208
O 36.333 5.165 25.15 0.077 0.032 0.27
O 23.969 14.037 25.294 0.324 -0.246 -0.353
O 51.834 10.748 22.255 -0.15 0.173 0.217
O 51.782 16.442 21.928 -0.051 0.05 -0.055
O 50.3 8.693 23.117 -0.456 -0.071 0.052
O 56.52 11.767 32.763 -0.349 -0.123 -0.085
O 47.528 7.148 23.618 -0.162 0.183 0.209
O 55.421 8.681 32.481 0.115 0.363 -0.374
O 51.602 11.809 32.597 -0.268 -0.403 -0.214
O 55.515 14.175 32.417 0.35 0.216 -0.417
O 66.426 5.646 28.929 0.209 0.333 0.051
O 40.704 16.435 22.377 0.116 -0.082 0.431
O 40.849 5.605 22.18 -0.154 0.005 0.132
O 50.649 10.004 28.559 -0.436 0.077 -0.177
O 46.276 5.419 22.243 -0.161 -0.023 0.057
O 51.227 2.606 30.409 0.104 -0.14 -0.332
O 58.091 3.103 30.446 -0.534 0.029 0.202
O 45.357 15.322 23.317 -0.19 0.262 0.462
O 58.756 10.339 33.323 0.174 0.002 -0.48
O 64.194 15.793 33.465 0.032 -0.07 0.015
O 47.598 12.579 23.497 -0.095 -0.233 0.158
O 55.495 4.208 23.334 -0.14 -0.246 0.088
O 52.592 8.287 28.803 0.186 0.499 0.135
O 58.861 4.928 33.312 0.217 0.285 -0.346
O 17.281 11.492 28.427 -0.608 0.094 0.174
O 44.228 10.146 23.369 -0.268 0.321 0.025
O 45.608 9.872 25.578 0.281 0.515 -0.062
O 65.087 9.056 32.386 -0.317 0.09 -0.047
O 52.359 5.565 32.585 -0.371 -0.008 -0.483
O 53.512 15.735 33.254 0.099 -0.045 -0.55
O 46.766 7.629 26.2 -0.112 -0.224 -0.04
O 60.632 10.261 30.532 -0.625 0.292 -0.217
O 12.397 4.339 25.265 -0.078 0.469 0.036
O 62.825 17.719 32.387 -0.111 0.304 -0.108
O 50.528 17.785 27.424 -0.091 -0.129 0.613
O 56.201 2.22 33.35 -0.2 0.038 -0.356
O 58.918 14.617 29.998 -0.01 0.29 -0.153
O 57.945 12.355 23.155 -0.083 -0.211 0.278
O 58.881 8.894 27.033 -0.174 -0.208 0.397
O 54.279 7.826 26.737 -0.172 0.555 -0.16
O 59.082 5.21 29.184 0.288 -0.225 0.099
O 54.422 8.112 22.125 -0.133 0.063 0.635
O 22.975 13.757 27.699 -0.156 0.444 -0.049
O 60.431 8.5 32.481 0.099 -0.457 -0.07
O 8.498 14.074 28.271 0.01 0.006 0.475
O 50.874 5.06 29.344 -0.471 0.057 0.573
O 23.904 11.428 28.469 0.036 -0.664 -0.252
O 50.638 8.302 30.6 0.358 -0.054 0.499
O 50.233 14.936 23.314 -0.413 -0.519 0.335
O 57.044 12.883 30.563 0.211 -0.404 -0.13
O 62.717 6.236 32.248 -0.092 -0.019 -0.277
O 11.864 12.315 26.709 -0.331 -0.033 0.051
O 45.41 1.761 27.29 0.105 -0.229 0.046
O 49.684 16.735 25.192 -0.32 0.261 -0.541
O 51.373 11.826 25.096 0.162 -0.025 -0.57
O 52.321 3.282 28.154 0.402 0.201 -0.267
O 21.609 15.906 32.706 -0.223 0.342 0.347
O 62.962 10.349 25.018 -0.302 -0.013 -0.544
O 54.19 11.066 0.024 0.235 0.045 -0.256
O 53.571 10.274 33.393 0.143 0.198 -0.356
O 38.777 6.164 25.753 -0.294 0.109 -0.23
O 52.53 11.639 29.448 0.151 -0.218 0.282
O 53.879 12.285 22.847 -0.065 0.378 0.066
O 57.483 11.013 26.46 -0.153 -0.03 0.008
O 20.032 12.356 31.834 -0.215 0.013 -0.197
O 47.011 4.964 30.347 0.08 -0.175 0.324
O 44.557 4.014 23.464 -0.007 -0.421 0.243
O 64.342 4.696 33.524 -0.1 -0.04 -0.154
O 61.504 9.225 26.966 -0.163 0.317 0.329
O 57.629 13.495 25.549 0.351 0.42 0.102
O 43.505 13.566 22.533 0.102 0.057 0.341
O 16.673 7.627 24.996 0.078 -0.226 0.426
O 60.476 6.864 27.7 0.377 -0.217 -0.374
O 37.389 12.912 25.985 -0.267 -0.14 0.145
O 17.259 2.795 29.232 0.354 0.104 0.232
O 43.48 11.37 25.728 -0.29 0.155 -0.197
O 9.24 16.575 27.644 0.553 0.243 0.049
O 58.18 12.948 28.124 0.367 -0.322 -0.176
O 62.359 11.204 32.324 0.296 -0.542 -0.206
O 66.961 7.526 33.371 0.152 -0.134 -0.165
O 59.934 14.826 32.395 -0.282 0.443 -0.126
O 6.827 12.302 27.277 -0.573 -0.089 0.113
O 55.939 17.846 27.243 0.276 -0.214 0.508
O 8.378 14.963 25.814 0.163 -0.486 -0.284
O 54.397 6.392 28.898 -0.195 -0.501 0.194
O 56.575 6.814 27.585 0.478 -0.293 0.139
O 64.478 16.463 30.756 0.206 0.008 -0.049
O 20.753 2.664 28.959 -0.606 -0.265 -0.01
O 47.491 16.86 22.827 0.319 -0.332 -0.026
O 57.546 3.497 27.847 0.352 -0.11 -0.034
O 60.729 12.861 30.85 -0.18 -0.109 0.013
O 19.32 12.776 29.39 0.106 -0.337 -0.265
O 13.348 14.263 27.808 0.424 0.412 -0.376
O 42.241 4.298 24.574 -0.299 0.368 0.366
O 41.81 12.566 27.559 0.031 0.344 -0.33
O 52.319 6.132 27.362 0.308 -0.351 -0.563
O 55.726 12.172 24.606 -0.044 0.136 0.357
O 42.609 7.455 22.994 0.033 0.172 -0.063
O 51.4 6.663 24.574 -0.225 0.048 0.522
O 46.308 10.872 22.136 0.247 -0.356 0.366
O 53.182 4.401 30.397 0.314 0.146 -0.513
O 54.895 15.375 26.991 -0.183 -0.201 -0.241
O 55.733 12.877 27.323 -0.481 -0.291 0.069
O 52.769 6.027 22.525 -0.192 -0.111 -0.109
O 54.465 17.274 25.218 0.551 -0.166 -0.397
O 46.261 17.171 25.007 -0.408 0.371 -0.25
O 49.241 7.76 25.395 -0.096 0.181 0.643
O 9.536 7.275 22.853 0.178 0.363 -0.001
O 15.112 10.155 30.028 -0.021 0.068 -0.373
O 40.737 2.501 25.533 0.278 -0.266 0.366
O 51.475 9.165 25.385 -0.038 -0.064 0.385
O 57.138 6.698 32.519 0.191 -0.126 -0.182
O 54.392 3.868 32.582 -0.155 -0.193 -0.408
O 50.774 12.446 27.57 -0.291 0.377 0.435
O 13.24 2.847 27.302 -0.523 -0.183 -0.211
O 54.661 6.297 31.698 0.005 -0.042 0.062
O 22.045 6.39 25.635 -0.405 0.158 -0.386
O 48.379 6.952 31.229 0.528 -0.556 -0.144
O 55.671 10.216 22.957 0.357 0.098 0.424
O 50.35 14.153 32.74 0.268 0.375 -0.3
O 38.722 15.133 26.248 0.335 0.053 0.333
O 43.501 8.694 29.864 -0.657 0.078 0.275
O 16.789 14.513 25.453 -0.498 -0.003 0.295
O 62.244 8.184 30.598 0.5 0.317 -0.044
O 53.946 13.881 28.981 -0.329 0.254 -0.097
O 19.397 9.978 27.688 0.268 -0.207 0.271
O 42.16 2.052 23.273 0.492 0.017 0.259
O 22.863 3.361 22.953 0.22 -0.269 0.288
O 62.429 17.78 29.775 0.24 0.637 -0.322
O 6.226 3.271 25.673 -0.119 -0.585 -0.065
O 44.28 13.315 27.378 -0.312 0.312 0.018
O 51.499 17.252 32.428 0.038 -0.173 -0.348
O 52.696 10.741 27.05 0.655 -0.075 0.001
O 69.644 14.846 23.457 -0.377 -0.064 -0.206
O 53.678 10.435 24.677 -0.122 -0.598 -0.073
O 50.061 5.015 26.84 0.173 0.18 -0.187
O 58.669 9.579 24.497 -0.094 0.211 -0.235
O 50.937 14.405 25.798 0.373 0.187 0.25
O 48.294 9.179 30.012 0.251 -0.191 -0.183
O 42.188 14.498 30.857 -0.132 0.061 -0.226
O 9.766 1.603 22.781 0.266 0.502 0.007
O 7.604 16.87 29.633 -0.674 0.059 0.124
O 41.235 7.044 25.182 -0.173 0.077 -0.388
O 56.528 5.069 29.634 -0.425 -0.328 0.248
O 31.729 12.66 29.12 0.156 -0.105 0.25
O 15.71 16.832 24.892 -0.027 -0.106 0.554
O 64.031 13.882 30.177 -0.631 0.15 0.03
O 45.629 15.529 26.855 -0.603 0.017 -0.06
O 36.689 16.528 29.696 0.048 -0.087 0.341
O 10.791 14.591 27.154 -0.043 0.021 0.422
O 66.13 15.061 29.332 0.1 -0.476 -0.153
O 52.18 16.26 24.564 0.133 -0.222 0.159
O 52.161 13.69 30.912 -0.019 0.759 -0.196
O 69.604 2.501 29.79 0.243 -0.196 -0.029
O 62.838 11.608 29.919 -0.114 -0.174 -0.379
O 53.383 4.84 24.753 -0.083 -0.408 0.378
O 55.628 6.237 25.118 0.218 0.13 -0.386
O 27.872 2.662 25.191 0.252 -0.279 0.34
O 67.089 2.833 30.384 0.095 0.081 -0.481
O 26.289 6.989 22.868 0.113 -0.245 0.486
O 24.798 15.785 27.024 -0.33 0.103 0.184
O 25.475 3.555 30.681 -0.01 0.58 0.306

Results
total energy: -406617.914 eV
total energy less fixed offsets of O -438.35, Si -107.03 eV per atom: -5.114 eV
